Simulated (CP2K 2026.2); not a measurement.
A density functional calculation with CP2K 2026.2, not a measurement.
Periodic cell of 2016 atoms, Si1440O576, from a study of silicon, its oxide and their interface. The atomic structure is a simulated model.
Doubt: the forces sum to 8.46 eV/angstrom along one axis rather than to zero, so they err by at least 0.0042 eV/angstrom per atom on average; the grid cutoff is modest.

Settings: functional PBE; method Gaussian and plane waves; basis set DZVP-MOLOPT-SR-GTH; pseudopotentials GTH-PBE; grid cutoff 300 Ry, relative cutoff 40 Ry; k points Gamma only; occupations fixed; spin none; net charge 0.

Cell vectors (angstrom)
a 65.28 0 0
b 0 16.32 0
c -1.5007 1.5203 33.8161

Atoms and the computed forces on them: element, x, y, z (angstrom), force x, y, z (eV/angstrom)
Si 1.601 -1.544 0.07 -0.206 0.273 0.621
Si 3.89 1.728 -0.122 0.221 -0.22 0.69
Si 1.525 3.845 -0.015 -0.175 0.123 0.72
Si 3.794 6.925 -0.139 0.259 -0.199 0.745
Si 1.701 -7.026 -0.12 -0.272 0.175 0.736
Si 3.878 -3.844 -0.132 0.345 -0.365 0.536
Si 7.456 -1.8 -0.178 -0.222 0.126 0.703
Si 10.106 0.858 -0.022 -0.147 0.194 0.805
Si 7.257 4.233 0.019 -0.111 -0.269 0.573
Si 9.382 7.252 0.292 0.01 -0.039 0.654
Si 6.993 9.257 0.046 -0.107 0.136 0.586
Si 9.555 -4.014 0.403 -0.044 0.008 0.609
Si 12.313 -1.291 0.439 -0.003 0.014 0.501
Si 14.809 1.83 0.246 0.321 -0.417 0.629
Si 12.561 4.047 0.371 -0.374 0.083 0.695
Si 15.151 6.613 0.448 -0.027 0.155 0.729
Si 11.785 -6.12 -0.023 0.155 -0.255 0.788
Si 14.478 12.826 0.026 0.122 -0.059 0.764
Si 17.689 -1.289 0.006 0.132 -0.236 0.711
Si 20.525 1.289 0.334 0.103 -0.231 0.599
Si 17.416 4.498 0.208 0.243 -0.256 0.735
Si 20.237 7.078 0.313 0.045 -0.086 0.705
Si 18.074 9.287 0.352 -0.054 0.005 0.716
Si 20.875 -4.474 0.306 -0.138 0.091 0.819
Si 23.428 -1.821 0.318 -0.091 0.269 0.774
Si 25.599 1.484 0.107 0.154 -0.171 0.772
Si 23.278 3.622 0 -0.088 0.319 0.735
Si 26.093 6.53 0.03 -0.155 0.14 0.853
Si 23.111 -6.664 0.165 0.144 -0.271 0.698
Si 25.646 12.31 0.344 0.256 -0.007 0.724
Si 28.746 -1.609 0.278 -0.047 0.179 0.765
Si 31.527 1.163 0.121 -0.074 0.222 0.83
Si 28.25 4.251 0.07 0.203 -0.068 0.813
Si 30.924 7.063 -0.056 0.187 -0.198 0.75
Si 28.879 9.428 0.16 -0.248 -0.008 0.773
Si 31.083 -3.667 0.23 0.103 -0.224 0.832
Si 33.776 -0.97 0.207 0.013 -0.08 0.773
Si 36.432 1.82 -0.104 0.169 -0.147 0.757
Si 34.41 4.262 -0.105 -0.276 0.093 0.577
Si 37.219 6.364 -0.026 -0.112 0.204 0.745
Si 33.922 -6.858 -0.158 -0.095 0.18 0.748
Si 37.056 -4.439 0.157 -0.277 0.08 0.841
Si 39.443 -1.825 -0.038 -0.059 0.295 0.713
Si -22.944 1.003 0.142 -0.138 0.143 0.811
Si 39.57 4.268 -0.047 0.048 -0.23 0.655
Si -22.851 6.43 -0.03 -0.192 0.302 0.693
Si 39.206 -6.733 0.139 0.277 -0.049 0.662
Si -23.479 -3.877 0.062 0.232 -0.041 0.84
Si -20.616 -1.113 0.025 0.16 -0.253 0.805
Si -17.023 0.875 0.006 -0.205 -0.038 0.751
Si -20.685 4.208 0.381 0.033 -0.04 0.659
Si -18.217 6.962 -0.105 0.385 -0.145 0.729
Si -20.344 -7.017 0.012 -0.142 0.303 0.744
Si -17.536 -4.143 -0.187 -0.277 0.154 0.684
Si -14.873 -1.394 0.245 0.054 -0.053 0.475
Si -12.345 1.682 0.074 0.098 -0.225 0.713
Si -14.755 3.692 0.141 -0.068 0.167 0.648
Si -12.02 6.468 0.039 -0.103 0.056 0.702
Si -15.443 -6.52 -0.286 0.244 -0.134 0.813
Si -12.651 -3.572 -0.148 0.006 -0.139 0.687
Si -9.409 -1.389 0.106 -0.27 0.234 0.712
Si -6.559 1.101 0.444 0.022 -0.131 0.606
Si -9.699 4.365 -0.021 0.114 -0.259 0.722
Si -7.366 7.063 -0.028 0.354 -0.146 0.664
Si -9.571 -6.988 0.102 -0.01 0.195 0.643
Si -7.262 -3.73 -0.016 0.288 -0.329 0.678
Si -4.477 -1.105 -0.12 0.256 -0.255 0.724
Si -1.826 1.55 0.049 0.393 -0.362 0.573
Si -4.068 3.856 0.235 -0.135 0.266 0.593
Si -1.836 7.149 -0.104 0.286 -0.155 0.705
Si -4.178 -7.046 -0.004 -0.113 0.261 0.608
Si -1.463 -3.992 0.146 -0.199 0.067 0.597
Si 2.793 0.097 1.225 0.012 0.054 0.003
Si 5.619 2.805 1.145 0.026 -0.021 -0.049
Si 2.679 5.426 1.276 -0.022 0.02 -0.022
Si 5.428 8.032 1.261 -0.07 -0.029 -0.065
Si 2.806 -5.469 1.247 0.011 0.03 -0.05
Si 5.609 -2.739 1.079 0.009 0.023 -0.049
Si 8.368 -0.117 1.258 -0.034 0.014 -0.069
Si 10.93 2.687 1.344 -0.012 0.003 -0.07
Si 8.376 5.533 1.536 0.005 0.011 -0.022
Si 10.928 -7.842 1.457 0.103 0.019 -0.048
Si 8.094 -5.473 1.459 0.01 0.005 -0.056
Si 10.925 -2.663 1.708 -0.006 -0.012 -0.049
Si 13.768 0.122 1.539 0.036 0.058 -0.021
Si 16.433 2.831 1.565 0.036 -0.041 -0.014
Si 13.658 5.499 1.787 0.004 -0.011 -0.029
Si 16.393 8.217 1.58 0.007 -0.011 -0.021
Si 13.519 11.095 1.327 0.049 -0.072 -0.106
Si 16.309 -2.658 1.332 0.033 -0.06 -0.105
Si 19.194 -0.213 1.493 -0.039 0.013 -0.04
Si 21.858 2.668 1.606 0.031 0.052 -0.047
Si 19.058 5.502 1.549 0.001 -0.05 -0.052
Si 21.866 -8.136 1.535 0.023 0.024 -0.043
Si 19.209 -5.475 1.613 0.012 0.038 -0.033
Si 21.889 -2.887 1.676 -0.022 -0.002 -0.054
Si 24.509 -0.082 1.478 -0.013 0.015 -0.011
Si 27.152 2.683 1.419 -0.045 0.006 -0.046
Si 24.441 5.353 1.261 -0.01 -0.045 -0.035
Si 27.235 8.165 1.346 0.011 -0.012 -0.045
Si 24.521 10.788 1.652 -0.027 0.001 -0.045
Si 27.24 -2.802 1.58 -0.026 -0.003 -0.028
Si 29.958 0.02 1.477 0.035 -0.004 -0.04
Si 32.723 2.926 1.165 0.045 -0.003 -0.043
Si 29.872 5.45 1.317 -0.035 0.006 -0.072
Si 32.527 -8.104 1.287 0.03 -0.013 -0.049
Si 30.037 -5.388 1.505 0.027 0.032 -0.035
Si 32.67 -2.581 1.526 0.003 0.012 -0.04
Si 35.39 0.22 1.355 0.049 0.002 -0.042
Si 38.169 2.758 1.198 0.005 0.017 -0.059
Si 35.581 5.476 1.452 -0.01 0.019 0.018
Si 38.078 -8.279 1.4 -0.012 -0.051 -0.001
Si 35.329 -5.552 1.265 -0.043 -0.004 -0.046
Si 38.058 -2.837 1.527 -0.004 0.013 -0.038
Si -24.628 -0.156 1.25 -0.035 -0.029 -0.072
Si -21.891 2.619 1.524 -0.029 -0.069 0.023
Si -24.383 5.427 1.443 -0.024 0.021 -0.075
Si -21.839 -8.216 1.318 0.009 -0.016 -0.045
Si -24.525 -5.484 1.397 -0.019 0.007 -0.077
Si -21.83 -2.71 1.287 -0.01 0.007 -0.058
Si -18.925 -0.008 1.207 0.001 0.055 -0.03
Si -16.212 2.516 1.508 -0.042 0.022 -0.021
Si -19.07 5.424 1.464 0.068 0.016 -0.036
Si -16.47 -8.185 1.079 -0.032 0 -0.045
Si -19.115 -5.36 1.157 0.028 0.008 -0.03
Si -16.368 -2.776 1.358 -0.016 -0.024 -0.057
Si -13.496 0.066 1.41 0.028 0.031 -0.075
Si -10.834 2.82 1.386 0.011 0.016 -0.027
Si -13.649 5.389 1.314 0.006 0.005 -0.036
Si -11.006 -8.235 1.405 -0.009 -0.018 -0.035
Si -13.737 -5.389 1.02 0.014 -0.04 -0.073
Si -11.044 -2.596 1.298 0.053 -0.004 -0.033
Si -8.209 -0.031 1.572 -0.039 -0.039 -0.023
Si -5.434 2.68 1.672 -0.004 0.027 0.008
Si -8.261 5.475 1.414 0.013 -0.014 -0.027
Si -5.641 8.08 1.313 -0.059 -0.03 -0.024
Si -8.318 -5.395 1.282 0.02 0.015 -0.038
Si -5.565 -2.702 1.25 -0.031 0.019 -0.077
Si -2.843 -0.098 1.314 -0.044 -0.031 -0.063
Si -0.068 2.658 1.22 -0.016 -0.002 -0.037
Si -2.838 5.527 1.3 0.002 -0.004 -0.04
Si -0.059 8.207 1.09 -0.01 0.014 -0.048
Si -2.993 -5.371 1.251 0.042 -0.05 -0.025
Si 0.011 -2.694 1.396 0.014 0.063 -0.061
Si 1.339 1.354 2.61 0.001 0.019 0.001
Si 4.17 4.101 2.578 0.022 0.009 -0.019
Si 1.268 6.826 2.558 -0.001 0.018 0.005
Si 4.137 9.489 2.627 0.004 0.016 0.039
Si 1.404 -4.121 2.632 0.013 -0.059 0.043
Si 4.215 -1.333 2.49 0.004 -0.056 0.039
Si 6.904 1.339 2.521 0.028 -0.009 -0.01
Si 9.644 4.052 2.787 0.038 -0.011 0.044
Si 6.799 6.784 2.735 -0.013 0.023 0.054
Si 9.507 -6.697 2.886 0.003 -0.007 0.056
Si 6.745 -4.054 2.699 -0.02 0.028 0.027
Si 9.526 -1.301 2.913 -0.017 0.033 0.056
Si 12.305 1.435 2.835 -0.006 0 0.046
Si 15.057 4.093 3.028 0.024 -0.01 0.014
Si 12.228 6.99 2.831 -0.084 0.015 0.06
Si 14.929 9.659 2.715 -0.045 0.033 0.022
Si 12.301 12.275 2.941 0.007 -0.02 0.054
Si 15.099 -1.296 2.841 -0.015 -0.005 0.023
Si 17.814 1.321 2.778 0.005 -0.03 0.018
Si 20.448 4.09 2.846 -0.012 0.021 0.003
Si 17.725 6.838 2.965 0.014 0.009 0.025
Si 20.545 -6.809 2.983 0.011 -0.009 0.041
Si 17.69 -4.053 2.741 0.021 0.044 0.006
Si 20.483 -1.497 2.93 0.034 0.038 0.024
Si 23.185 1.262 2.91 0 -0.035 0.018
Si 25.792 4.056 2.763 0.004 0.015 0.036
Si 23.193 6.717 2.769 0.033 -0.007 -0.001
Si 25.933 9.42 2.858 0.052 -0.017 0.015
Si 23.219 12.135 3.051 -0.003 -0.007 0.057
Si 25.907 -1.369 2.881 -0.018 0 0.023
Si 28.575 1.384 2.781 -0.019 -0.014 -0.008
Si 31.309 4.122 2.637 -0.025 0 -0.025
Si 28.57 6.806 2.753 -0.015 -0.005 0.042
Si 31.332 -6.795 2.831 -0.006 -0.024 0.02
Si 28.61 -4.142 2.899 0.005 -0.002 0.039
Si 31.288 -1.299 2.905 -0.008 0.006 0.049
Si 34.006 1.549 2.702 -0.003 0.006 0.014
Si 36.863 4.045 2.755 0.018 -0.029 0.009
Si 34.018 6.852 2.618 0.002 0.056 -0.018
Si 36.662 -6.892 2.708 0.019 0.038 -0.001
Si 34.042 -4.103 2.689 -0.031 -0.052 -0.03
Si 36.685 -1.306 2.679 -0.031 0.012 -0.011
Si -25.893 1.305 2.614 0.041 0.041 -0.018
Si -23.182 4.013 2.854 -0.016 -0.001 0.038
Si -25.78 6.784 2.765 0.009 -0.029 0.04
Si -23.142 -6.838 2.702 0.019 0.01 0.024
Si -25.84 -4.159 2.846 0.009 -0.025 0.036
Si -23.199 -1.399 2.688 0.011 -0.026 0.029
Si -20.31 1.324 2.673 -0.013 -0.044 0.003
Si -17.645 4.006 2.682 -0.016 -0.012 0.004
Si -20.47 6.797 2.761 -0.029 -0.018 0.019
Si -17.764 -6.791 2.541 -0.014 -0.012 0.006
Si -20.458 -4.084 2.613 0.013 0.018 -0.014
Si -17.723 -1.396 2.68 -0.012 0.002 0.013
Si -14.875 1.276 2.881 0.04 -0.018 0.053
Si -12.273 4.101 2.749 0.01 -0.027 0.02
Si -15.062 6.832 2.528 -0.005 0.017 -0.02
Si -12.411 -6.745 2.527 -0.016 0.041 0.009
Si -14.994 -4.157 2.632 0.02 -0.009 0.025
Si -12.238 -1.298 2.79 -0.014 0 0.046
Si -9.555 1.425 2.778 -0.044 -0.004 -0.01
Si -6.889 4.112 2.777 0 0.032 0.028
Si -9.609 6.81 2.795 0.011 -0.02 0.019
Si -6.913 -6.755 2.638 -0.022 0.002 -0.007
Si -9.683 -4.044 2.627 -0.001 0.011 0.023
Si -6.846 -1.439 2.797 0.028 -0.018 0.061
Si -4.04 1.271 2.851 0.047 -0.043 0.069
Si -1.387 4.112 2.583 -0.009 -0.014 0.023
Si -4.219 6.799 2.697 0.009 0.018 0.02
Si -1.433 -6.737 2.502 -0.008 -0.02 0.052
Si -4.236 -4.037 2.67 -0.001 0.038 -0.009
Si -1.399 -1.357 2.681 -0.014 0.033 0.044
Si -0.009 0.011 4.004 0.011 0.01 0.003
Si 2.744 2.739 3.925 0.005 -0.003 -0.01
Si -0.029 5.452 3.966 -0.007 0.002 -0.008
Si 2.682 8.158 3.94 0.002 -0.011 -0.033
Si -0.034 -5.456 3.948 -0.023 -0.005 -0.027
Si 2.8 -2.7 3.904 0.02 0.008 -0.019
Si 5.51 0.014 3.934 0.015 0.002 -0.015
Si 8.184 2.697 4.029 -0.018 -0.018 -0.026
Si 5.438 5.424 4.057 -0.021 -0.001 0.015
Si 8.145 -8.157 4.12 0.021 -0.025 0.003
Si 5.424 -5.446 4.047 0.011 -0.037 -0.001
Si 8.118 -2.72 4.121 0.022 -0.031 -0.012
Si 10.934 0.067 4.194 0.009 0.026 -0.03
Si 13.639 2.731 4.273 -0.002 -0.038 0.009
Si 10.935 5.491 4.145 0.015 -0.014 -0.03
Si 13.635 8.282 4.17 0.03 0.025 -0.028
Si 10.889 10.937 4.248 -0.009 0.003 -0.012
Si 13.699 -2.653 4.203 0.018 -0.006 -0.014
Si 16.439 0.035 4.211 -0.004 0.016 -0.001
Si 19.116 2.696 4.192 -0.031 -0.022 -0.007
Si 16.395 5.476 4.326 0.019 0.015 0.013
Si 19.124 -8.152 4.284 -0.005 -0.005 -0.003
Si 16.333 -5.387 4.133 -0.004 -0.023 -0.002
Si 19.046 -2.782 4.227 -0.032 -0.032 -0.006
Si 21.807 -0.068 4.258 0.01 0.011 -0.007
Si 24.526 2.689 4.211 0.002 0.02 -0.024
Si 21.819 5.435 4.195 -0.009 -0.007 0.004
Si 24.545 8.067 4.182 -0.054 0.021 -0.016
Si 21.839 10.836 4.383 -0.027 0.002 0.023
Si 24.574 -2.729 4.281 0.003 0.009 -0.026
Si 27.265 0.018 4.2 -0.011 -0.013 -0.03
Si 29.974 2.764 4.076 0.006 0.007 -0.005
Si 27.204 5.425 4.116 -0.022 0.023 -0.054
Si 29.94 -8.17 4.145 -0.027 -0.008 -0.022
Si 27.255 -5.509 4.233 0.001 0.022 -0.014
Si 29.951 -2.721 4.22 0.025 -0.001 -0.018
Si 32.691 0.118 4.123 -0.014 0.028 -0.032
Si 35.414 2.769 4.114 0.018 -0.019 -0.008
Si 32.676 5.469 4.018 0.014 0.008 -0.013
Si 35.319 -8.182 4.107 -0.007 -0.013 0.005
Si 32.71 -5.426 4.135 0.018 -0.009 0.01
Si 35.361 -2.702 4.057 0.008 0.002 -0.017
Si -27.219 0.001 4.06 0.005 -0.008 0
Si -24.578 2.642 4.096 -0.015 0.006 -0.002
Si -27.132 5.426 4.131 -0.03 0.025 -0.017
Si -24.475 -8.154 4.118 -0.025 -0.011 -0.011
Si -27.256 -5.517 4.104 0.005 0.001 -0.005
Si -24.479 -2.748 4.126 0.025 -0.017 -0.002
Si -21.759 -0.033 4.003 -0.027 0.044 -0.061
Si -19.034 2.707 4.066 -0.015 0 0.005
Si -21.79 5.411 4.128 0.013 0.016 -0.012
Si -19.077 -8.12 4.017 0.004 0.025 -0.019
Si -21.769 -5.453 4.021 -0.006 0.004 -0.006
Si -19.106 -2.744 4.017 0.009 0.013 -0.028
Si -16.346 -0.08 4.09 -0.002 0.018 -0.023
Si -13.576 2.728 4.147 0.055 -0.027 0.005
Si -16.327 5.448 3.984 0.011 -0.008 0.005
Si -13.719 -8.126 3.93 0.016 -0.027 0.004
Si -16.382 -5.492 3.977 -0.022 0.002 -0.027
Si -13.656 -2.74 4.011 -0.01 -0.019 -0.035
Si -10.89 0.045 4.131 0.005 0.013 0.014
Si -8.217 2.757 4.139 -0.006 0.015 -0.004
Si -10.953 5.452 4.128 -0.017 -0.005 0
Si -8.221 -8.112 4.056 0.021 -0.023 -0.015
Si -11.014 -5.444 3.959 0.005 -0.003 -0.017
Si -8.264 -2.784 4.066 0.001 0.007 -0.014
Si -5.475 -0.058 4.134 -0.019 0.01 -0.027
Si -2.67 2.736 4.046 0.001 -0.001 -0.003
Si -5.501 5.448 4.1 0.016 -0.004 0.022
Si -2.761 8.198 3.933 0.002 0.029 -0.024
Si -5.54 -5.431 4.026 -0.021 -0.021 -0.004
Si -2.779 -2.729 4.007 -0.018 0.007 -0.002
Si 1.298 -1.393 16.282 -0.032 0.021 0.012
Si 3.952 1.312 16.246 -0.005 -0.011 -0.007
Si 1.319 4.026 16.251 -0.008 -0.029 0.019
Si 4.044 6.806 16.278 0.012 0.02 0.007
Si 1.308 -6.841 16.254 -0.007 -0.023 -0.016
Si 4.06 -4.083 16.301 0.028 -0.009 0.015
Si 6.698 -1.442 16.305 -0.006 0.012 0.006
Si 9.401 1.304 16.279 -0.008 -0.012 -0.002
Si 6.696 4.058 16.256 -0.015 0.002 0.003
Si 9.47 -9.543 16.25 0.023 0.003 -0.008
Si 6.723 -6.792 16.31 0.025 -0.016 0.022
Si 9.415 -4.135 16.301 -0.004 0.013 0.003
Si 12.156 -1.405 16.271 0.003 -0.006 -0.01
Si 14.921 1.39 16.306 0.002 0.002 -0.016
Si 12.181 4.068 16.334 -0.007 0.004 0.027
Si 14.951 6.817 16.408 0.017 0.02 0.006
Si 12.204 9.474 16.377 -0.003 0.012 0.015
Si 14.979 -4.115 16.377 -0.016 0.024 -0.013
Si 17.673 -1.392 16.354 -0.034 0.023 -0.013
Si 20.437 1.354 16.418 0.003 -0.014 0.003
Si 17.674 4.102 16.445 -0.005 0.016 0.032
Si 20.391 -9.479 16.458 0.013 0.003 0.009
Si 17.673 -6.817 16.508 0.014 -0.009 0.024
Si 20.421 -4.07 16.461 0.003 0.004 0.025
Si 23.146 -1.352 16.484 -0.02 -0.005 0.013
Si 25.908 1.358 16.408 0.008 0.013 0.016
Si 23.193 4.083 16.357 0.012 0.01 -0.011
Si 25.939 6.817 16.426 0.02 -0.008 -0.006
Si 23.172 9.533 16.442 -0.012 -0.002 -0.002
Si 25.889 -4.06 16.458 0.006 -0.024 0.01
Si 28.666 -1.396 16.379 0.005 -0.014 -0.012
Si 31.34 1.335 16.403 -0.029 -0.001 0.007
Si 28.619 4.062 16.414 -0.012 -0.006 -0.013
Si 31.36 -9.518 16.425 0.011 0.01 0.014
Si 28.641 -6.804 16.412 0.014 -0.003 -0.004
Si 31.375 -4.083 16.44 -0.006 0.018 0.016
Si 34.101 -1.363 16.427 -0.018 0.018 0.012
Si 36.822 1.404 16.383 -0.004 0.006 0.003
Si 34.096 4.081 16.37 0.018 -0.008 0.005
Si 36.821 -9.456 16.386 0.012 0.006 0.008
Si 34.107 -6.76 16.462 0.002 0.02 0.018
Si 36.798 -4.034 16.492 -0.002 0 0.033
Si -25.748 -1.303 16.426 0.012 -0.005 0.007
Si -23.105 1.393 16.355 -0.006 -0.014 0.008
Si -25.797 4.128 16.379 -0.007 0.016 0.01
Si -23.072 -9.474 16.311 0.01 -0.009 -0.003
Si -25.786 -6.749 16.391 0.017 -0.008 0.014
Si -23.069 -4.03 16.342 0.008 -0.016 -0.008
Si -20.402 -1.3 16.249 -0.012 -0.013 0.01
Si -17.683 1.388 16.233 -0.006 -0.003 -0.009
Si -20.368 4.103 16.295 0.034 -0.018 0.017
Si -17.658 -9.492 16.237 0.011 -0.01 0.005
Si -20.358 -6.752 16.298 0.022 -0.012 0.007
Si -17.669 -4.088 16.177 -0.006 -0.003 -0.016
Si -14.952 -1.351 16.209 0.006 0.001 -0.004
Si -12.229 1.358 16.193 0.026 -0.008 0
Si -14.944 4.113 16.211 0.017 -0.005 0.011
Si -12.249 -9.554 16.192 -0.021 0.006 -0.001
Si -14.946 -6.777 16.209 -0.007 0.021 0.014
Si -12.238 -4.086 16.24 -0.009 0.028 0.009
Si -9.572 -1.367 16.218 -0.001 0.013 0.005
Si -6.858 1.323 16.185 -0.01 -0.027 0
Si -9.564 4.083 16.198 -0.01 0.008 0.011
Si -6.807 6.814 16.239 0.006 0.001 0.006
Si -9.501 -6.809 16.268 -0.002 0.004 0.02
Si -6.842 -4.097 16.217 -0.006 0.013 0.019
Si -4.163 -1.393 16.225 -0.013 -0.014 -0.011
Si -1.402 1.345 16.245 -0.022 -0.004 0.004
Si -4.072 4.109 16.238 0.033 -0.004 0.015
Si -1.382 6.776 16.242 -0.004 0.004 0
Si -4.11 9.512 16.222 0.026 -0.01 0.004
Si -1.437 -4.136 16.239 -0.003 -0.021 -0.013
Si 2.649 -0.049 17.676 0.044 0.047 0.004
Si 5.294 2.686 17.568 0.035 0.041 -0.011
Si 2.687 5.403 17.576 0.014 -0.022 -0.02
Si 5.404 8.147 17.685 -0.011 -0.032 0.023
Si 2.68 -5.471 17.572 -0.03 -0.034 -0.012
Si 5.382 -2.763 17.777 0.027 -0.014 0.034
Si 8.071 -0.112 17.64 0.009 -0.013 0.033
Si 10.728 2.7 17.605 0.012 0.017 0.043
Si 8.059 5.457 17.566 -0.021 0.005 -0.012
Si 10.801 -8.246 17.68 0.014 -0.019 0.021
Si 8.005 -5.397 17.719 -0.045 0.026 0.037
Si 10.804 -2.799 17.614 0.009 0.041 0.009
Si 13.524 -0.011 17.549 -0.02 -0.033 -0.016
Si 16.228 2.744 17.733 -0.032 -0.013 0.009
Si 13.564 5.435 17.695 -0.018 -0.004 -0.004
Si 16.305 8.101 17.885 -0.004 -0.04 0.016
Si 13.641 10.806 17.712 0.003 -0.037 -0.007
Si 16.312 -2.721 17.742 0.045 -0.022 0.03
Si 19.018 -0.034 17.701 0.018 0.006 -0.015
Si 21.849 2.741 17.719 0.002 -0.014 -0.012
Si 19.021 5.486 17.836 -0.033 -0.001 0.015
Si 21.796 -8.131 17.796 0.003 -0.001 0.012
Si 19.029 -5.39 17.837 -0.044 -0.005 0.035
Si 21.764 -2.711 17.86 0.009 0.009 0.023
Si 24.556 0.025 17.796 -0.003 -0.015 0.01
Si 27.287 2.677 17.786 -0.001 0.028 0.033
Si 24.588 5.397 17.711 0.017 -0.01 0.008
Si 27.294 8.19 17.809 -0.013 -0.01 -0.002
Si 24.51 10.904 17.82 0.005 0.041 0.006
Si 27.305 -2.699 17.771 0.034 0.016 0.014
Si 30.028 -0.093 17.767 0.018 0.007 -0.005
Si 32.694 2.74 17.706 0.021 0.025 0.025
Si 29.961 5.441 17.76 -0.012 -0.013 0.006
Si 32.743 -8.16 17.777 -0.04 -0.036 0.015
Si 29.998 -5.458 17.776 -0.035 -0.017 0.019
Si 32.766 -2.742 17.808 -0.002 -0.019 -0.013
Si 35.484 0.035 17.732 -0.004 -0.038 -0.006
Si 38.172 2.751 17.782 -0.011 -0.018 0.027
Si 35.493 5.447 17.689 -0.004 0.005 -0.019
Si 38.164 -8.098 17.797 0.01 -0.013 0.007
Si 35.463 -5.417 17.896 -0.013 -0.017 0.018
Si 38.17 -2.612 17.822 0.011 0.041 0.035
Si -24.402 0.064 17.827 0.004 0 0.018
Si -21.702 2.731 17.666 0.008 0.011 0.027
Si -24.439 5.533 17.692 -0.035 -0.014 -0.01
Si -21.697 -8.121 17.655 -0.018 0.009 0.014
Si -24.405 -5.384 17.722 -0.003 0.03 0.021
Si -21.74 -2.605 17.663 0.005 0.013 0.005
Si -19.017 0.017 17.595 -0.002 0.031 0.033
Si -16.348 2.803 17.542 0 0.005 -0.018
Si -19.004 5.494 17.62 0.001 0.003 -0.006
Si -16.289 -8.125 17.564 -0.003 -0.009 0.024
Si -18.976 -5.376 17.624 0.024 -0.003 0.051
Si -16.282 -2.784 17.505 0.009 0.008 -0.012
Si -13.603 0.035 17.541 -0.017 -0.026 0.015
Si -10.881 2.699 17.575 0.001 0.005 0.016
Si -13.563 5.421 17.599 -0.007 -0.015 0.047
Si -10.889 -8.223 17.539 0.042 -0.036 0.023
Si -13.588 -5.449 17.595 -0.021 -0.005 0.008
Si -10.904 -2.719 17.606 -0.013 -0.024 0.032
Si -8.239 -0.003 17.58 0.02 0.019 -0.002
Si -5.473 2.695 17.465 -0.021 -0.002 -0.023
Si -8.234 5.474 17.535 -0.004 0.002 0.01
Si -5.438 8.171 17.607 -0.028 0.004 -0.01
Si -8.129 -5.449 17.641 0.03 0.015 0.043
Si -5.551 -2.723 17.604 0.024 0.047 0.018
Si -2.799 -0.03 17.547 0.035 0.02 0.005
Si -0.035 2.671 17.635 -0.006 -0.004 0.01
Si -2.71 5.458 17.658 0.018 -0.018 0.005
Si -0.033 -8.212 17.629 -0.014 0.028 0.015
Si -2.774 -5.495 17.631 0.011 -0.014 0.065
Si -0.104 -2.771 17.584 0.011 0.02 0.024
Si 1.25 1.262 19.036 -0.033 -0.019 -0.029
Si 4.014 4.075 18.978 0.013 0.03 -0.013
Si 1.362 6.73 18.955 -0.013 -0.007 -0.017
Si 4.05 -6.744 18.982 0.01 0.017 -0.028
Si 1.3 -4.134 18.891 0.01 -0.024 -0.023
Si 3.97 -1.405 19.107 -0.022 0.017 -0.01
Si 6.581 1.238 18.857 -0.012 -0.014 -0.024
Si 9.322 4.078 18.929 -0.007 -0.006 -0.042
Si 6.777 6.755 19.044 0.033 0.001 -0.021
Si 9.348 -6.873 18.917 -0.026 -0.052 -0.031
Si 6.737 -4.045 19.288 0.027 -0.03 0.003
Si 9.417 -1.526 19.016 -0.042 0.001 -0.025
Si 12.092 1.273 18.853 0.012 -0.041 -0.07
Si 14.841 4.089 19.134 0 -0.001 0.009
Si 12.172 -9.611 19.074 -0.026 -0.023 -0.011
Si 14.933 9.484 19.225 0.001 -0.005 0.023
Si 12.227 -4.129 18.925 0.011 0.036 -0.037
Si 14.871 -1.304 18.942 -0.017 0.004 -0.055
Si 17.615 1.328 18.978 -0.005 -0.036 -0.049
Si 20.508 4.123 19.045 0.042 0.059 -0.044
Si 17.595 6.696 19.343 -0.032 -0.025 0.001
Si 20.437 -6.734 19.165 0.049 -0.001 -0.024
Si 17.651 -4.011 19.229 0.014 0.029 -0.031
Si 20.32 -1.335 19.166 -0.02 -0.016 -0.013
Si 23.222 1.445 19.129 0.045 0.035 -0.02
Si 25.95 4.085 19.133 -0.032 -0.02 -0.039
Si 23.22 -9.571 19.025 -0.04 0.002 -0.044
Si 25.911 9.562 19.155 0.034 0.005 -0.002
Si 23.179 -4.046 19.229 -0.042 -0.001 -0.014
Si 25.983 -1.305 19.134 0.026 0.03 -0.059
Si 28.621 1.212 19.094 -0.035 -0.039 -0.045
Si 31.292 4.039 19.083 -0.014 -0.015 -0.03
Si 28.659 6.821 19.166 0.02 0.019 -0.006
Si 31.397 -6.782 19.137 -0.011 0.026 -0.025
Si 28.611 -4.111 19.132 0.016 -0.032 -0.025
Si 31.398 -1.431 19.178 -0.039 0.026 -0.005
Si 34.072 1.376 19.013 0.008 -0.028 0.009
Si 36.851 4.169 19.115 0.015 0.055 -0.028
Si 34.104 -9.607 19.056 -0.011 -0.005 0.004
Si 36.811 -6.829 19.263 0.012 -0.022 0.016
Si 34.138 -3.998 19.267 0.02 0.007 0.023
Si 36.882 -1.146 19.216 0.007 0.012 -0.037
Si 39.532 1.449 19.219 0.002 0.005 -0.007
Si -23.04 4.174 18.961 0.014 -0.014 -0.046
Si 39.569 -9.417 19.153 0.02 -0.002 -0.013
Si -23.024 -6.765 19.037 -0.016 -0.03 -0.027
Si 39.56 -4.002 19.118 -0.02 0.002 -0.013
Si -23.008 -1.296 19.186 0.021 0.011 0.005
Si -20.342 1.344 19.025 -0.031 -0.024 -0.011
Si -17.659 4.143 18.974 0.023 -0.003 0.018
Si -20.297 -9.438 19.004 0.013 0.032 -0.01
Si -17.586 -6.748 18.959 0.002 0.01 -0.061
Si -20.315 -3.929 18.933 0.04 0.031 -0.037
Si -17.625 -1.432 18.816 -0.034 -0.031 -0.04
Si -14.972 1.456 18.824 0.031 -0.001 -0.046
Si -12.222 4.014 18.97 -0.026 0.01 -0.014
Si -14.931 -9.496 18.9 0.006 0.02 -0.047
Si -12.235 -6.888 18.879 -0.029 -0.009 -0.014
Si -14.957 -4.086 18.939 -0.016 -0.019 -0.013
Si -12.305 -1.342 18.929 0.015 0.001 -0.032
Si -9.528 1.382 18.985 -0.008 0.021 0.002
Si -6.848 4.061 18.748 -0.008 -0.038 -0.029
Si -9.589 6.77 18.98 -0.001 -0.016 0.022
Si -6.79 9.467 19.034 0.001 0.024 0
Si -9.506 -4.068 18.963 -0.005 0.045 -0.041
Si -6.938 -1.351 18.974 0.01 -0.055 -0.016
Si -4.158 1.366 18.856 0.007 -0.009 -0.031
Si -1.323 4.082 19.005 -0.004 0.037 -0.032
Si -4.046 6.889 18.999 0.037 0.033 -0.03
Si -1.382 -6.859 19.01 -0.012 -0.013 -0.063
Si -4.252 -4.166 18.919 -0.023 -0.031 -0.036
Si -1.541 -1.465 18.913 -0.034 0.016 -0.042
Si -0.175 -0.176 20.309 0.059 0.065 0.061
Si 2.639 2.699 20.292 -0.014 -0.052 0.049
Si 0.071 5.412 20.422 0.007 -0.039 0.086
Si 2.76 8.107 20.235 -0.024 -0.021 0.024
Si 0.035 -5.48 20.3 0.013 -0.084 0.022
Si 2.486 -2.777 20.358 0.013 0.028 0.046
Si 5.383 -0.051 20.441 -0.025 -0.024 0.001
Si 7.882 2.644 20.127 -0.03 0.057 0.059
Si 5.442 5.343 20.397 0.003 -0.054 0.032
Si 8.045 8.207 20.439 -0.022 0.022 0.056
Si 5.216 -5.402 20.553 0.005 0.116 0.069
Si 8.233 -2.717 20.714 0.022 -0.02 0.098
Si 10.787 -0.118 20.224 0.022 -0.053 0.044
Si 13.28 2.704 20.225 0.018 0.056 0.065
Si 10.704 5.338 20.351 0.027 0.002 0.019
Si 13.509 -8.264 20.512 -0.003 0.035 0.006
Si 10.86 -5.598 20.086 0.043 -0.016 0.011
Si 13.502 -2.686 20.259 0.005 0.01 0.012
Si 16.16 0.089 20.341 -0.026 0.038 -0.006
Si 19.061 2.705 20.164 -0.006 0.004 0.031
Si 16.168 5.203 20.786 0.077 0.073 0.086
Si 19.057 8.193 20.503 -0.055 -0.032 0.026
Si 16.263 10.92 20.607 0.032 0.028 0.045
Si 18.947 -2.572 20.692 -0.075 -0.015 0.033
Si 21.763 0.09 20.343 -0.088 -0.004 0.024
Si 24.626 2.735 20.566 0.035 0.007 0.068
Si 21.935 5.383 20.442 0.045 -0.078 0.026
Si 24.552 -8.199 20.381 0.02 -0.045 0.043
Si 21.764 -5.333 20.626 -0.036 -0.007 0.047
Si 24.662 -2.66 20.473 0.003 -0.03 0.067
Si 27.301 -0.027 20.631 -0.033 0.029 0.074
Si 30.024 2.508 20.378 0.059 0.002 0.024
Si 27.299 5.466 20.515 -0.006 0.003 0.053
Si 30.03 8.188 20.521 0.008 -0.039 0.038
Si 27.188 10.947 20.579 -0.007 0.04 0.051
Si 30.047 -2.848 20.505 0.016 -0.05 0.031
Si 32.816 -0.033 20.442 0.008 0.003 0.055
Si 35.307 2.884 20.313 -0.088 -0.011 -0.018
Si 32.641 5.439 20.4 0.01 0.015 0.002
Si 35.463 -8.391 20.522 0.028 0.004 0.031
Si 32.781 -5.458 20.556 0.002 -0.01 0.038
Si 35.553 -2.539 20.565 -0.03 0.006 0.051
Si 38.135 0.301 20.754 -0.037 0.023 0.039
Si 41.001 2.837 20.422 0.007 -0.004 0.063
Si 38.296 5.456 20.516 0 -0.01 0.056
Si 40.948 -8.041 20.542 -0.011 0.017 0.019
Si 38.224 -5.36 20.517 0.015 0.003 -0.003
Si 40.859 -2.604 20.551 -0.012 -0.009 0.039
Si -21.541 -0.037 20.574 0.053 -0.051 0.043
Si -19.015 2.79 20.319 -0.002 -0.004 0.057
Si -21.702 5.554 20.296 -0.006 0.022 0.022
Si -18.985 -8.019 20.348 -0.007 0.017 0.063
Si -21.662 -5.286 20.227 -0.019 0.003 0.026
Si -18.873 -2.698 20.333 -0.011 -0.035 0.082
Si -16.288 -0.013 20.025 0.012 0.008 0.021
Si -13.742 2.791 20.304 -0.027 0.072 0.048
Si -16.34 5.577 20.294 -0.022 0.026 0.073
Si -13.502 -8.25 20.291 -0.009 -0.038 0.098
Si -16.162 -5.49 20.371 0.027 -0.05 0.085
Si -13.678 -2.715 20.31 -0.027 0.035 0.042
Si -11.007 0.098 20.285 -0.004 0.05 0.076
Si -8.09 2.776 20.256 0.001 0.002 0.087
Si -10.822 5.288 20.373 0.041 -0.029 0.042
Si -8.239 8.138 20.348 -0.003 0.01 -0.013
Si -10.839 -5.593 20.18 0.055 -0.007 0.015
Si -8.254 -2.654 20.442 -0.051 0.026 0.062
Si -5.592 0.078 20.226 -0.021 -0.01 0.073
Si -2.786 2.726 20.216 0.053 0.06 0.064
Si -5.534 5.452 20.044 0.001 0.053 -0.007
Si -2.719 -8.126 20.513 0.018 -0.023 0.062
Si -5.478 -5.468 20.454 -0.01 -0.013 0.045
Si -2.974 -2.815 20.271 0.011 0.074 0.037
Si 0.706 -1.91 21.66 -0.037 0.069 -0.708
Si 4.025 1.461 21.661 -0.017 -0.21 -0.526
Si 1.249 3.841 21.794 0.169 0.332 -0.667
Si 4.331 7.017 21.578 -0.042 -0.059 -0.72
Si 1.293 -7.042 21.584 0.188 0.371 -0.62
Si 3.791 -3.948 21.898 0.022 -0.197 -0.663
Si 7.126 -0.858 21.89 -0.057 -0.292 -0.759
Si 9.293 1.268 21.29 -0.016 -0.106 -0.519
Si 6.367 3.545 21.68 0.074 0.2 -0.721
Si 9.698 7.025 21.605 -0.145 -0.02 -0.74
Si 6.442 -6.959 21.804 0.182 0.186 -0.725
Si 9.911 -4.264 21.666 -0.326 0.321 -0.626
Si 12.401 -1.119 21.616 -0.361 -0.319 -0.592
Si 14.505 1.281 21.543 0.302 0.211 -0.608
Si 11.492 3.468 21.567 0.002 0.195 -0.757
Si 14.714 -9.603 22.041 0.08 -0.225 -0.794
Si 11.868 -7.032 21.653 0.214 0.044 -0.661
Si 14.962 -3.74 21.722 -0.003 -0.252 -0.713
Si 17.104 -1.454 21.827 0.376 0.098 -0.745
Si 20.39 1.49 21.605 0.105 -0.112 -0.63
Si 17.695 3.539 21.82 -0.219 0.29 -0.666
Si 20.742 6.981 21.609 -0.211 -0.098 -0.723
Si 18.034 9.893 21.816 -0.242 -0.164 -0.849
Si 20.193 -4.115 22.023 0.305 0.342 -0.667
Si 23.182 -1.252 21.555 0.156 0.135 -0.656
Si 26.234 1.671 21.969 -0.212 -0.317 -0.761
Si 23.564 4.361 21.896 -0.29 -0.222 -0.746
Si 25.706 -9.659 21.832 0.256 0.116 -0.717
Si 22.928 -7.114 21.644 0.046 0.283 -0.77
Si 26.076 -3.786 22.027 -0.171 -0.244 -0.661
Si 28.456 -1.738 21.79 0.023 0.192 -0.852
Si 31.571 1.36 21.798 -0.259 -0.162 -0.687
Si 28.531 3.767 21.582 -0.036 0.174 -0.684
Si 31.683 7.057 21.778 -0.309 -0.08 -0.725
Si 28.825 9.78 21.756 -0.139 -0.196 -0.782
Si 31.154 -4.431 21.924 0.213 0.264 -0.723
Si 34.531 -0.834 21.852 -0.229 -0.305 -0.77
Si 36.432 1.74 21.947 0.456 0.16 -0.557
Si 33.6 3.767 21.685 0.101 0.169 -0.749
Si 36.86 -9.738 21.962 -0.117 -0.056 -0.726
Si 33.94 -7.129 21.742 0.08 0.108 -0.786
Si 37.146 -3.717 21.805 -0.063 -0.058 -0.786
Si 39.282 -1.423 21.935 0.166 0.164 -0.73
Si 42.578 1.665 21.689 -0.074 -0.197 -0.808
Si 40.021 4.463 21.809 -0.2 -0.186 -0.733
Si 42.234 -9.56 21.803 0.149 0.228 -0.688
Si 39.84 -6.416 21.864 -0.235 -0.285 -0.731
Si 42.12 -4.253 21.68 0.05 0.325 -0.728
Si -19.782 -1.156 21.866 -0.363 -0.165 -0.688
Si -17.754 1.137 21.365 -0.115 0.119 -0.701
Si -20.619 3.977 21.582 0.206 0.02 -0.753
Si -17.383 -9.106 21.644 -0.123 -0.132 -0.778
Si -20.11 -6.347 21.569 0.039 -0.176 -0.766
Si -17.75 -4.322 21.613 0.188 0.161 -0.808
Si -14.846 -1.038 21.527 -0.044 -0.307 -0.591
Si -12.651 1.203 21.581 0.155 0.106 -0.736
Si -14.821 4.451 21.633 -0.102 -0.23 -0.819
Si -12.407 6.435 21.605 0.077 0.147 -0.821
Si -14.96 -7.091 21.686 0.109 0.232 -0.75
Si -12.039 -4.04 21.347 -0.43 -0.154 -0.689
Si -10.055 -1.548 21.625 0.557 0.306 -0.592
Si -6.429 1.809 21.585 -0.209 -0.225 -0.804
Si -9.115 4.266 21.719 -0.253 -0.076 -0.712
Si -6.998 6.531 21.47 -0.112 0.103 -0.617
Si -9.395 9.67 21.73 -0.105 -0.174 -0.689
Si -7.188 -4.355 21.678 0.119 0.079 -0.759
Si -4.225 -1.227 21.548 -0.323 -0.428 -0.568
Si -1.882 0.925 21.413 0.345 0.286 -0.66
Si -4.294 4.078 21.386 0.205 0.002 -0.609
Si -0.979 7.074 21.696 -0.427 -0.26 -0.747
Si -3.727 -6.401 21.84 -0.088 -0.088 -0.678
Si -1.498 -4.158 21.459 -0.041 -0.044 -0.37
Si 1.192 -2.211 -2.667 -0.101 -0.047 -0.043
Si 2.449 -0.324 23.778 0.002 0.128 -0.113
Si 4.149 6.02 24.402 0.008 -0.144 -0.042
Si -0.971 6.275 24.809 0.164 0.057 -0.107
Si -1.014 -5.306 -4.658 0.069 0.064 -0.031
Si 8.235 -5.533 23.92 0.028 -0.051 -0.055
Si 6.332 -3.965 -4.341 -0.047 -0.089 0.038
Si 13.177 6.332 24.697 0.07 0.059 -0.193
Si 10.077 3.483 -4.23 0.058 -0.132 -0.026
Si 11.554 -3.233 25.968 -0.007 0.13 -0.232
Si 8.391 -3.076 25.689 0.05 -0.07 0.014
Si 5.121 -1.959 23.898 -0.056 0.034 -0.197
Si 11.971 3.725 24.599 0.076 -0.139 -0.007
Si 18.985 5.632 23.633 0.016 -0.045 -0.002
Si 14.289 1.708 24.58 -0.105 -0.041 -0.161
Si 16.991 7.26 -3.736 -0.023 0.062 0.108
Si 9.007 5.99 -5.931 0.119 -0.067 0.021
Si 12.423 -4.55 23.304 -0.129 0.04 -0.214
Si 18.793 2.754 -1.646 -0.007 -0.037 0.009
Si 24.527 -4.354 24.832 0.063 0.107 -0.215
Si 24.294 5.656 -7.375 0.007 -0.014 0.084
Si 21.606 -5.875 -5.999 -0.015 0.07 -0.053
Si 21.997 -2.747 23.809 -0.156 0.079 0.083
Si 18.046 0.905 23.331 -0.061 0.052 -0.102
Si 25.69 0.96 25.046 -0.011 0.059 -0.126
Si 26.801 4.447 -6.107 0.016 0.015 0.016
Si 21.937 2.847 23.843 0.098 -0.011 -0.06
Si 27.726 7.802 23.754 -0.132 -0.013 0.028
Si 22.714 -3.437 -4.566 -0.001 0.05 -0.102
Si 23.07 -0.042 24.283 -0.073 -0.117 -0.048
Si 31.269 -3.477 24.874 -0.012 0.034 0.024
Si 30.436 -0.637 24.025 0.146 -0.052 -0.211
Si 29.854 5.586 23.583 0.034 0.032 -0.037
Si -32.034 2.452 -6.182 0.1 -0.057 0.016
Si -30.936 -5.763 -6.272 -0.095 -0.109 0.011
Si -30.384 -0.907 24.792 0.09 0.043 -0.165
Si 28.335 -0.466 26.03 -0.001 -0.124 -0.023
Si -27.949 -0.201 26.188 -0.095 -0.014 -0.065
Si -29.044 4.187 -4.34 -0.036 -0.053 -0.324
Si -29.619 4.206 23.739 0.146 -0.253 -0.086
Si -30.353 6.871 -1.772 -0.116 -0.153 0.042
Si -23.886 -0.236 23.824 -0.065 0.032 -0.109
Si -27.612 6.955 -4.543 -0.014 0.059 -0.067
Si -17.197 0.344 -5.499 -0.065 0.057 -0.123
Si -24.867 4.22 24.69 -0.012 -0.012 -0.048
Si -17.378 -3.235 26.245 0.019 -0.048 -0.007
Si -27.198 -7.626 24.01 0.001 0.073 -0.087
Si -19.822 -2.289 24.909 0.222 0.096 -0.156
Si -22.583 -2.858 24.275 -0.042 -0.028 -0.039
Si -12.607 1.274 -7.178 0.079 -0.033 0.039
Si -14.59 -7.111 -5.841 0.039 0.008 -0.106
Si -19.452 4.361 24.23 0.05 0.122 0.034
Si -13.052 -4.036 24.079 0.153 0.153 0.267
Si -15.903 -2.843 23.659 -0.058 0.07 -0.068
Si -21.793 -0.64 -7.134 0.046 -0.05 -0.031
Si -12.114 1.626 24.544 0.16 -0.04 -0.07
Si -13.62 3.832 -6.315 -0.088 -0.049 0.096
Si -10.942 7.966 23.956 0.07 0.039 -0.06
Si -18.551 7.058 24.549 0.161 0.078 -0.038
Si -9.144 -2.443 26.093 0.014 -0.072 -0.054
Si -7.206 -6.333 25.422 -0.067 -0.089 -0.109
Si -11.291 -1.325 24.46 -0.078 -0.193 -0.266
Si -9.417 3.103 24.67 0.093 0.03 -0.147
Si -5.636 -8.034 23.705 0.064 0.099 -0.03
Si -4.831 5.94 -7.451 -0.067 -0.05 -0.077
Si -5.102 -1.162 24.658 0.027 0.269 -0.13
Si -2.68 0.202 26.184 -0.005 -0.041 -0.007
Si -1.794 2.545 -5.427 0.01 -0.091 -0.101
Si 1.664 4.526 24.895 -0.091 -0.063 -0.129
Si 3.638 -7.928 -6.946 -0.104 0.032 -0.053
Si 1.115 3.333 -5.329 -0.105 0.019 -0.055
Si 0.2 0.818 25.615 -0.088 -0.164 -0.096
Si 6.2 7.782 25.373 0.002 -0.054 -0.049
Si 8.569 6.55 24.37 -0.058 0.078 0.041
Si 5.441 5.304 -2.05 -0.029 0.034 0.072
Si 5.935 -6.709 -2.888 -0.202 0.005 0.114
Si 3.571 -3.812 -3.221 -0.026 -0.075 0.223
Si 4.809 -6.148 25.955 -0.082 0.042 -0.055
Si 6.826 4.248 24.582 -0.112 0.001 -0.104
Si 8.002 0.552 -6.95 -0.07 -0.084 0.015
Si 12.612 -7.606 26.303 0.067 -0.038 -0.031
Si 9.584 -7.536 26.055 -0.059 0.046 -0.042
Si 8.023 -0.129 26.322 0.038 -0.155 -0.003
Si 9.795 -0.56 -4.903 -0.066 -0.153 -0.107
Si 12.996 3.053 -4.79 -0.191 0.116 -0.003
Si 16.957 7.91 23.671 -0.035 0.042 -0.087
Si 11.987 4.661 -2.577 0.072 -0.027 0.108
Si 16.727 -6.506 -2.252 -0.032 0 -0.016
Si 10.495 1.52 25.744 0.101 -0.075 0.077
Si 15.176 4.702 -6.36 0.002 -0.021 0.016
Si 12.342 -0.612 24.6 0.083 -0.076 -0.133
Si 20.697 4.943 25.829 0.074 -0.082 -0.026
Si 20.413 -4.3 -2.631 0.004 -0.023 0.062
Si 23.302 -6.996 24.598 -0.041 -0.021 -0.048
Si 16.004 -7.364 -6.019 -0.028 0.119 -0.099
Si 19.042 -1.88 -2.761 -0.015 0.077 0.057
Si 21.54 6.621 -2.435 0.006 0.012 0.111
Si 29.164 5.695 -7.076 0.076 -0.075 -0.027
Si 19.385 6.957 -7.424 0.142 -0.026 0.036
Si 27.279 -5.297 -1.963 0.03 -0.013 0.11
Si 21.767 -0.449 -1.904 -0.031 0.058 0.153
Si 17.117 1.881 26.004 0.061 0.057 0
Si 30.268 -5.054 -7.323 0.026 -0.003 -0.057
Si -29.178 2.525 -7.126 -0.116 0.157 0.029
Si -29.006 -0.55 -6.874 0.038 0.015 -0.096
Si 27.986 1.72 -6.821 0.003 0.102 -0.019
Si 27.891 -3.487 -4.28 -0.104 -0.062 0.014
Si 32.156 -4.24 -4.928 -0.069 0.102 -0.054
Si 29.053 0.679 -4.056 -0.002 -0.031 0.123
Si -25.568 2.265 -4.471 -0.016 0.106 0.088
Si 28.425 6.296 -4.407 -0.008 -0.04 -0.08
Si -29.534 -5.647 23.898 0.073 -0.032 -0.08
Si -32.379 -4.608 -2.177 0.126 -0.021 0.181
Si -30.12 -3.716 26.016 0.047 0.016 -0.042
Si -24.463 0.61 -6.952 0.024 -0.096 0.006
Si -22.091 3.571 25.544 -0.133 -0.015 0.011
Si -25.453 7.075 25.97 -0.059 -0.013 -0.075
Si -25.761 -7.5 -2.825 -0.028 -0.049 0.06
Si -25.804 -4.552 -3.962 0.052 0.04 0.07
Si -25.816 -4.605 -6.962 0.041 0.105 -0.029
Si -20.813 -1.815 -4.62 0.173 -0.132 -0.028
Si -16.747 1.71 26.261 -0.206 -0.044 0.069
Si -21.687 7.795 -7.453 -0.054 -0.01 -0.037
Si -21.367 -7.911 23.944 -0.076 -0.171 -0.126
Si -20.874 6.64 -4.731 0.129 -0.121 0.012
Si -16.81 -2.179 -6.943 -0.027 0.055 0.032
Si -16.72 2.958 23.494 0.039 0.159 -0.223
Si -8.833 5.334 -5.108 0.013 0.069 -0.006
Si -16.063 8.11 26.223 0.141 0.032 -0.16
Si -11.877 1.28 -4.327 0.104 0.075 -0.074
Si -13.612 -6.832 24.589 -0.096 0.01 -0.061
Si -7.521 -6.501 -6.723 -0.079 0.082 -0.059
Si -4.337 2.744 25.857 0.062 -0.19 0.03
Si -10.248 0.623 -2.122 0.073 0.096 0.266
Si -11.947 -6.976 -4.427 -0.125 0.02 0.05
Si -6.663 -3.578 24.632 -0.127 0.045 -0.057
Si -5.046 3.497 -2.599 0.009 -0.153 0.074
Si -3.041 4.653 23.983 0.016 0.053 -0.07
Si -6.859 1.319 24.666 0.001 0.024 -0.141
Si 5.602 0.623 -5.028 0.096 -0.085 0.12
Si -9.185 6.07 25.935 -0.002 0.034 -0.15
Si 3.091 -6.624 -4.205 0.07 -0.027 0.023
Si -9.252 8.12 -4.868 -0.072 -0.055 0.111
Si -0.856 2.484 23.387 -0.01 -0.037 -0.015
Si -1.006 -2.278 -4.66 -0.094 -0.125 0.005
Si -2.25 2.099 -2.665 -0.058 -0.028 0.036
Si 1.366 6.277 -6.589 0.022 -0.057 0.045
Si 7.38 6.922 -3.683 -0.016 -0.018 0.08
Si -2.972 -2.727 -2.254 -0.063 0.088 0
Si 2.994 1.124 -6.49 0.002 0.092 -0.026
Si 5.438 2.184 -2.528 -0.001 0.072 0.051
Si 7.333 -1.352 -3.246 -0.108 0.08 0.038
Si 10.236 6.96 -2.518 -0.025 0.018 0.068
Si 2.651 -5.718 24.021 -0.052 0.029 0.013
Si 7.31 -4.84 -7.102 0.008 -0.031 -0.027
Si 13.706 -5.682 -4.881 0.026 -0.042 0.037
Si 8.444 2.337 -2.12 0.081 0.19 -0.023
Si 18.098 5.137 -5.199 -0.061 -0.088 -0.133
Si 12.088 -7.225 -2.954 -0.078 0.1 0.123
Si 14.575 7.802 -2.22 0.072 0.059 0.103
Si 18.814 -6.668 -6.218 -0.002 0.233 0.038
Si 15.356 -1.167 -4.06 -0.071 0.011 -0.007
Si 12.747 0.038 -4.983 0.008 0.045 -0.111
Si 20.891 -6.964 26.218 -0.019 0.057 0.066
Si 18.937 2.152 -5.63 -0.088 0.008 -0.117
Si 20.362 -7.09 -3.719 0.109 0.09 -0.01
Si 15.392 -4.066 -2.96 -0.007 0.018 0.096
Si 16.475 0.836 -1.852 0.116 0.058 0.04
Si 17.731 -0.372 -5.241 0.083 -0.018 -0.112
Si 23.041 -0.511 -4.668 -0.115 -0.083 0.01
Si 21.56 3.741 -2.748 0.052 -0.097 0.178
Si 24.363 7.936 -2.193 0.043 0.169 0.112
Si 21.832 2.068 -5.212 -0.006 -0.071 0.056
Si 25.342 -2.036 -4.001 -0.077 -0.047 0.073
Si 26.899 -0.412 -2.029 -0.052 0.016 0.071
Si -30.575 -2.033 -2.578 0 -0.097 0.012
Si 30.014 2.806 -2.074 -0.067 -0.004 0.126
Si 26.544 -7.559 -4.078 0.001 0.016 -0.149
Si 27.59 -5.824 -6.419 -0.074 -0.134 0.027
Si 30.647 3.133 -7.382 -0.076 -0.038 0.08
Si -27.727 -2.685 -2.237 0.069 0.023 0.207
Si 31.075 5.541 -2.801 -0.074 0.064 0.04
Si -30.636 0.155 -4.538 -0.078 0.158 0.014
Si -30.444 7.749 -4.903 0.008 0.116 0.104
Si -31.806 5.207 -4.803 0.023 -0.033 -0.018
Si 30.435 -1.787 -4.816 0.137 -0.013 0.046
Si -28.206 1.622 -3.059 -0.051 -0.015 0.094
Si -20.501 3.152 -2.306 -0.142 -0.027 0.057
Si -20.293 3.68 -5.792 0.036 0.028 0.083
Si -20.085 1.111 -4.261 0.112 -0.027 -0.04
Si -23.617 6.828 -3.121 -0.01 -0.097 0.166
Si -25.331 5.224 -5.107 -0.039 0.075 0.054
Si -22.716 -4.228 -4.509 0.021 -0.035 -0.032
Si -19.461 -2.891 -2.212 0.146 0.036 -0.073
Si -23.659 2.881 -2.129 0.001 0.219 0.176
Si -18.16 6.839 -3.124 -0.09 0.018 0.151
Si -22.903 -5.533 -7.344 0.104 -0.041 0.016
Si -21.612 -5.196 -2.027 -0.052 -0.064 0.104
Si -14.721 1.686 -4.213 -0.018 0.123 -0.219
Si -7.429 6.898 -3.038 -0.113 -0.032 0.074
Si -18.24 4.219 -4.042 -0.034 -0.1 0.051
Si -13.034 6.803 -2.837 0.007 -0.118 0.016
Si -15.532 -7.975 -3.07 0.067 -0.074 0.112
Si -16.291 2.835 -2.117 -0.068 0.164 0.225
Si -7.775 -4.759 -2.781 -0.027 0.039 0.083
Si -7.966 2.686 -1.868 0.028 0.124 -0.064
Si -11.595 4.312 -4.175 0.02 0.044 -0.019
Si -3.509 5.085 -4.692 0.008 0.02 0.067
Si -10.835 -5.199 -2.161 0.074 0.051 0.114
Si -3.915 -4.95 -4.021 0.078 0.086 0.098
Si -5.82 -6.984 -2.762 0.013 0.026 0.147
Si 0.043 4.16 -2.708 -0.048 -0.067 0.075
Si 0.325 -7.826 -4.721 0.07 0.038 -0.013
Si -1.381 6.631 -3.174 -0.104 0.037 0.027
Si -6.253 -4.244 -5.404 0.027 -0.047 0.016
Si 0.256 -5.171 -1.864 0.131 -0.046 -0.003
Si 1.389 -1.377 5.296 0.003 -0.014 -0.006
Si 4.095 1.357 5.295 -0.007 0.006 -0.011
Si 1.373 4.096 5.31 0.012 -0.007 -0.02
Si 4.043 6.809 5.35 -0.001 0.034 -0.013
Si 1.328 9.511 5.322 0.005 -0.019 -0.014
Si 4.061 -4.065 5.364 -0.013 0.009 -0.002
Si 6.775 -1.327 5.423 -0.009 -0.001 -0.012
Si 9.526 1.406 5.489 0.015 0.013 -0.012
Si 6.805 4.055 5.396 -0.008 -0.035 -0.007
Si 9.505 6.794 5.482 -0.012 0.008 -0.024
Si 6.789 -6.777 5.44 0.006 0.03 0.004
Si 9.497 12.294 5.526 0.008 0.022 0.027
Si 12.285 -1.321 5.533 -0.002 -0.004 0.005
Si 15.022 1.349 5.573 -0.006 0.01 -0.001
Si 12.279 4.145 5.55 0.02 0.021 0.002
Si 14.981 6.88 5.557 -0.014 0.01 -0.009
Si 12.256 9.563 5.568 -0.012 -0.018 -0.009
Si 15.022 -4.04 5.556 -0.01 0.004 -0.019
Si 17.748 -1.358 5.583 -0.006 0.015 -0.02
Si 20.459 1.343 5.579 -0.013 0.008 -0.009
Si 17.764 4.057 5.593 -0.002 -0.015 -0.015
Si 20.48 6.783 5.601 0.012 -0.012 -0.014
Si 17.702 -6.758 5.537 -0.015 0.017 -0.029
Si 20.419 12.218 5.629 -0.013 0.005 -0.007
Si 23.183 -1.389 5.621 0.001 -0.009 -0.004
Si 25.907 1.363 5.57 -0.013 -0.015 0.001
Si 23.162 4.057 5.56 0.001 0.001 -0.004
Si 25.897 6.751 5.56 0.015 -0.008 -0.006
Si 23.224 9.435 5.616 0.02 -0.016 -0.003
Si 25.926 -4.114 5.597 0.011 -0.001 0
Si 28.607 -1.351 5.567 -0.005 -0.016 0
Si 31.31 1.421 5.492 0.003 -0.001 0.001
Si 28.604 4.09 5.471 -0.002 -0.01 -0.013
Si 31.331 6.789 5.461 0.009 0.017 -0.018
Si 28.623 -6.84 5.572 -0.009 -0.033 0.014
Si 31.342 -4.086 5.524 -0.029 -0.012 -0.005
Si 34.02 -1.329 5.446 -0.006 -0.006 -0.021
Si -28.556 1.355 5.458 -0.007 -0.004 -0.011
Si 34.03 4.132 5.44 0.011 0.013 -0.013
Si -28.556 6.784 5.445 0.019 0.009 -0.017
Si 34.031 -6.797 5.502 0 0.02 0.001
Si -28.567 -4.074 5.437 -0.006 -0.011 -0.024
Si -25.852 -1.357 5.433 -0.001 0.01 -0.013
Si -23.124 1.324 5.395 0.025 0.007 -0.025
Si -25.846 4.042 5.499 -0.005 -0.035 0.006
Si -23.136 6.79 5.47 0.006 -0.004 -0.008
Si -25.865 -6.825 5.47 0.002 0.011 0.014
Si -23.11 -4.11 5.438 0.001 -0.009 -0.004
Si -20.443 -1.389 5.401 -0.001 -0.016 -0.01
Si -17.689 1.334 5.413 0.01 0.001 -0.022
Si -20.403 4.055 5.434 0.002 0.004 0.01
Si -17.71 6.802 5.348 -0.005 -0.024 -0.023
Si -20.419 -6.787 5.406 -0.006 -0.007 0.005
Si -17.721 -4.106 5.351 -0.008 -0.003 -0.011
Si -15 -1.427 5.428 -0.005 0.007 0.017
Si -12.249 1.367 5.498 0.002 0.018 0.005
Si -14.987 4.113 5.405 -0.001 0.025 -0.016
Si -12.345 6.857 5.364 -0.009 0.032 -0.015
Si -15.037 -6.818 5.366 -0.002 -0.002 -0.008
Si -12.304 -4.087 5.374 0.004 0.011 -0.009
Si -9.543 -1.361 5.432 0.022 0.011 -0.005
Si -6.831 1.359 5.433 0.003 0.002 0.004
Si -9.581 4.104 5.477 -0.014 -0.024 -0.003
Si -6.848 6.844 5.415 -0.01 0.001 -0.017
Si -9.623 -6.77 5.359 -0.001 0.021 -0.004
Si -6.883 -4.111 5.419 -0.03 -0.019 -0.001
Si -4.092 -1.399 5.441 0.008 -0.006 -0.005
Si -1.323 1.377 5.397 0.003 0.02 -0.001
Si -4.091 4.071 5.387 -0.025 -0.031 -0.01
Si -1.403 6.817 5.313 -0.023 -0.002 -0.019
Si -4.107 -6.778 5.336 0.017 -0.01 -0.013
Si -1.381 -4.093 5.326 0.001 0.001 0.004
Si 2.727 -0.002 6.674 0.003 -0.005 -0.011
Si 5.424 2.696 6.727 0.01 0.014 -0.001
Si 2.703 5.442 6.715 -0.006 0.007 0.009
Si 5.402 -8.159 6.744 -0.006 -0.006 -0.004
Si 2.682 -5.44 6.698 -0.01 0.028 -0.003
Si 5.413 -2.714 6.753 0.005 0.003 0.003
Si 8.154 0.011 6.802 0.012 -0.003 -0.006
Si 10.882 2.764 6.86 -0.016 0.012 -0.017
Si 8.138 5.417 6.801 0.021 -0.003 -0.009
Si 10.877 8.154 6.855 0.027 -0.012 -0.014
Si 8.143 10.885 6.829 0.021 -0.017 -0.004
Si 10.893 -2.684 6.864 -0.019 -0.006 -0.008
Si 13.641 0.005 6.918 0.012 -0.004 -0.004
Si 16.369 2.718 6.932 -0.002 -0.006 0.001
Si 13.635 5.492 6.908 -0.01 -0.014 0
Si 16.358 -8.115 6.916 0.004 -0.011 -0.005
Si 13.635 -5.401 6.901 0.005 -0.002 -0.005
Si 16.372 -2.704 6.937 0 -0.009 0.001
Si 19.098 -0.002 6.947 0.002 -0.004 -0.004
Si 21.812 2.71 6.937 -0.002 0.001 -0.006
Si 19.114 5.421 6.946 0.01 -0.008 0.001
Si 21.832 8.124 6.973 -0.002 0.003 0.002
Si 19.053 10.87 6.96 0.003 0.017 0.003
Si 21.8 -2.735 6.963 -0.016 0.015 -0.006
Si 24.546 0.002 6.94 0 0.005 -0.007
Si 27.278 2.734 6.893 0 -0.002 -0.003
Si 24.529 5.411 6.926 0.001 -0.002 -0.007
Si 27.25 -8.192 6.919 0.003 0.018 0
Si 24.558 -5.474 6.949 -0.01 0.001 -0.009
Si 27.27 -2.727 6.936 -0.002 0.012 -0.008
Si 29.983 0.031 6.879 0.004 0 -0.005
Si 32.686 2.767 6.835 -0.009 -0.002 -0.003
Si 29.969 5.441 6.845 -0.005 0.004 -0.015
Si 32.666 -8.163 6.849 0.003 0.003 0
Si 29.986 -5.449 6.896 0 -0.002 -0.009
Si 32.687 -2.691 6.852 -0.008 0.003 -0.011
Si -29.898 -0.002 6.831 0.028 -0.003 0.003
Si -27.218 2.708 6.846 -0.005 0.021 0.008
Si -29.903 5.455 6.838 -0.017 0.005 0.004
Si -27.21 -8.18 6.83 -0.003 0.009 0.001
Si -29.895 -5.422 6.842 -0.011 -0.003 0.001
Si -27.201 -2.718 6.801 0.008 -0.003 -0.001
Si -24.481 -0.007 6.789 0.002 -0.022 -0.007
Si -21.785 2.7 6.771 -0.001 0.025 -0.005
Si -24.483 5.425 6.829 -0.002 0.001 -0.004
Si -21.77 -8.147 6.784 0.003 -0.002 0.002
Si -24.494 -5.446 6.799 0.005 0.005 -0.003
Si -21.774 -2.734 6.793 0 -0.014 0.002
Si -19.076 -0.017 6.752 -0.012 0.021 -0.008
Si -16.345 2.727 6.75 -0.005 -0.005 -0.011
Si -19.049 5.45 6.75 -0.018 0 -0.008
Si -16.368 -8.175 6.742 0.007 0.007 0
Si -19.065 -5.431 6.758 0 -0.007 0.004
Si -16.377 -2.766 6.758 0.024 0.004 -0.003
Si -13.647 -0.027 6.77 0.006 0.001 -0.013
Si -10.901 2.729 6.835 0.003 -0.014 0.012
Si -13.646 5.477 6.76 -0.001 -0.007 -0.006
Si -10.953 -8.139 6.727 -0.008 -0.01 -0.003
Si -13.663 -5.452 6.721 -0.007 0.001 0.004
Si -10.934 -2.732 6.743 0.003 -0.012 -0.016
Si -8.18 -0.006 6.785 -0.011 -0.007 -0.006
Si -5.449 2.719 6.756 0.021 -0.001 0
Si -8.191 5.473 6.776 -0.007 0.01 0.004
Si -5.449 -8.134 6.731 -0.009 -0.008 -0.003
Si -8.241 -5.46 6.755 0.014 0.009 0
Si -5.48 -2.755 6.759 -0.003 0.012 -0.007
Si -2.712 0.002 6.736 -0.011 0.016 -0.011
Si 0.036 2.742 6.72 -0.003 -0.03 0.011
Si -2.734 5.457 6.712 0.003 -0.01 -0.002
Si -0.026 8.152 6.69 0.006 0.005 0.005
Si -2.738 -5.438 6.706 -0.003 -0.007 -0.002
Si 0.002 -2.726 6.671 0.011 -0.005 -0.012
Si 1.372 1.349 8.064 0.015 0.035 0.004
Si 4.063 4.074 8.078 -0.01 -0.015 -0.001
Si 1.332 6.798 8.068 -0.005 -0.01 -0.002
Si 4.041 -6.791 8.087 0.008 -0.005 -0.004
Si 1.33 -4.087 8.065 -0.009 -0.017 0.008
Si 4.046 -1.354 8.091 -0.013 -0.019 0.008
Si 6.771 1.363 8.134 -0.011 -0.002 0.005
Si 9.499 4.095 8.201 0.004 -0.003 0.015
Si 6.763 6.799 8.122 -0.002 -0.01 -0.004
Si 9.508 9.522 8.188 -0.017 0.009 -0.003
Si 6.766 -4.064 8.143 0.013 0.011 0.01
Si 9.508 -1.334 8.19 0.023 0.014 0.001
Si 12.246 1.386 8.221 0.012 -0.002 -0.009
Si 14.992 4.101 8.254 0.013 0.019 -0.009
Si 12.238 6.82 8.241 -0.007 -0.012 0.007
Si 14.985 -6.768 8.266 -0.002 0.007 0.005
Si 12.245 -4.057 8.231 -0.004 0.013 0.001
Si 14.988 -1.358 8.283 -0.024 -0.001 0.009
Si 17.72 1.355 8.296 -0.002 -0.006 -0.003
Si 20.46 4.067 8.31 -0.004 0.001 0.004
Si 17.723 6.809 8.257 0 0.002 -0.015
Si 20.443 9.504 8.293 -0.008 -0.017 -0.011
Si 17.713 -4.069 8.307 0.004 0.004 0.01
Si 20.452 -1.358 8.312 0.012 0.01 0.009
Si 23.179 1.358 8.295 0.002 -0.001 0.004
Si 25.906 4.068 8.276 -0.001 0.004 0.006
Si 23.189 6.768 8.317 -0.01 0.001 0.01
Si 25.916 -6.823 8.302 0.006 0.001 0.007
Si 23.174 -4.11 8.292 -0.007 -0.024 -0.018
Si 25.901 -1.369 8.289 -0.007 -0.019 0
Si 28.624 1.368 8.257 0.005 0.002 0.003
Si 31.328 4.096 8.222 0.006 -0.002 0.008
Si 28.626 6.78 8.255 -0.002 0.006 0.007
Si 31.335 -6.812 8.247 -0.01 -0.005 0.008
Si 28.636 -4.089 8.275 0.008 0.007 0.004
Si 31.336 -1.343 8.235 -0.009 -0.003 0.004
Si -31.247 1.377 8.193 -0.015 -0.009 -0.006
Si -28.558 4.085 8.206 -0.01 -0.027 0.002
Si -31.246 6.813 8.214 0.013 -0.001 0
Si -28.539 -6.791 8.195 0.023 0.014 0.005
Si -31.244 -4.064 8.213 0.012 0.004 0.005
Si -28.539 -1.36 8.188 -0.018 0 -0.001
Si -25.829 1.354 8.171 0.003 0.018 -0.001
Si -23.114 4.069 8.16 0.011 -0.002 0.006
Si -25.844 6.79 8.187 -0.021 -0.016 -0.003
Si -23.133 -6.8 8.155 -0.003 -0.005 0
Si -25.84 -4.073 8.164 0.016 0.008 0.002
Si -23.135 -1.37 8.15 0.002 0.001 0.002
Si -20.424 1.346 8.124 -0.006 -0.013 0.001
Si -17.706 4.082 8.108 0.016 0.014 -0.001
Si -20.408 6.805 8.122 0.006 0.002 -0.001
Si -17.71 -6.803 8.106 -0.007 -0.002 0.004
Si -20.412 -4.083 8.142 0.015 0.014 0.01
Si -17.716 -1.373 8.107 -0.001 -0.017 -0.002
Si -14.995 1.361 8.107 0.006 0.001 -0.003
Si -12.284 4.111 8.124 0.015 -0.004 -0.003
Si -15.007 6.812 8.119 -0.002 -0.012 0.01
Si -12.294 -6.788 8.093 0.009 0.002 0.006
Si -15.002 -4.103 8.106 -0.022 -0.002 0.008
Si -12.278 -1.377 8.113 -0.008 0.007 0.002
Si -9.533 1.352 8.146 0 0.014 0.011
Si -6.815 4.091 8.101 -0.001 -0.01 -0.005
Si -9.575 6.829 8.097 0.001 -0.004 -0.008
Si -6.835 -6.802 8.088 -0.012 -0.002 0
Si -9.569 -4.079 8.104 0.01 0.002 0.005
Si -6.812 -1.372 8.116 0.006 0.017 0.003
Si -4.083 1.353 8.094 -0.015 0.004 0.003
Si -1.363 4.089 8.063 0.008 0.009 -0.005
Si -4.095 6.806 8.079 0.002 0.003 -0.006
Si -1.378 -6.807 8.06 -0.016 0.001 0
Si -4.096 -4.101 8.092 -0.005 -0.007 0.011
Si -1.35 -1.374 8.064 0.013 0.007 -0.001
Si -0.003 -0.009 9.427 0.001 -0.01 -0.002
Si 2.708 2.71 9.44 0.01 -0.015 0.004
Si -0.019 5.44 9.437 0.001 -0.003 0.008
Si 2.687 -8.162 9.442 -0.007 0.008 0.002
Si -0.025 -5.448 9.431 0.002 0.009 0.001
Si 2.684 -2.729 9.439 -0.012 0.011 0
Si 5.405 -0.011 9.472 0.009 0.004 0.003
Si 8.124 2.715 9.518 0.014 0.004 -0.001
Si 5.407 5.428 9.47 0 0.006 -0.001
Si 8.128 8.147 9.507 0.01 -0.009 -0.005
Si 5.4 -5.444 9.473 -0.004 0.007 -0.004
Si 8.136 -2.719 9.514 0.014 -0.008 -0.002
Si 10.871 0.011 9.559 -0.024 -0.006 -0.005
Si 13.612 2.732 9.591 -0.01 0.009 -0.003
Si 10.866 5.444 9.566 0.006 0.005 0.004
Si 13.61 -8.144 9.592 -0.006 -0.005 -0.001
Si 10.874 -5.442 9.554 0.024 -0.011 -0.001
Si 13.606 -2.72 9.613 0.006 -0.003 0.005
Si 16.349 -0.003 9.645 0 0.001 0.01
Si 19.08 2.717 9.655 0.007 -0.001 0.01
Si 16.356 5.452 9.614 -0.006 -0.014 0.004
Si 19.078 8.147 9.643 0.006 -0.005 0.002
Si 16.342 -5.432 9.645 -0.005 -0.001 0.009
Si 19.082 -2.716 9.66 0 -0.004 0.008
Si 21.818 0.003 9.66 -0.006 0.007 0.001
Si 24.542 2.718 9.647 0 -0.011 0.001
Si 21.814 5.427 9.672 0.01 -0.016 0.01
Si 24.541 -8.169 9.661 -0.005 0.002 0.003
Si 21.805 -5.454 9.652 -0.005 0.021 -0.001
Si 24.536 -2.735 9.641 -0.008 0.022 -0.004
Si 27.268 0.001 9.628 0.002 0.006 0.001
Si 29.988 2.729 9.603 -0.001 -0.005 0
Si 27.262 5.437 9.631 0.006 -0.009 -0.002
Si 29.978 -8.168 9.615 -0.006 0.003 -0.003
Si 27.274 -5.446 9.643 -0.003 -0.003 0.001
Si 29.991 -2.711 9.616 -0.001 -0.009 0.004
Si -32.582 0.017 9.587 0.002 0.004 0.002
Si -29.898 2.725 9.578 0.003 0.015 0.007
Si -32.594 5.452 9.588 -0.01 0.013 0.001
Si -29.889 -8.142 9.572 -0.019 0.004 -0.002
Si -32.587 -5.431 9.59 -0.014 0 -0.004
Si -29.88 -2.712 9.57 0.006 -0.001 0.002
Si -27.183 0.005 9.546 0.011 -0.024 0.005
Si -24.479 2.726 9.526 -0.002 0.004 0.001
Si -27.193 5.445 9.562 0.003 0.01 0.005
Si -24.483 -8.153 9.531 0.005 0.004 -0.001
Si -27.179 -5.428 9.55 -0.004 -0.007 0.002
Si -24.489 -2.711 9.526 -0.005 0.001 0.002
Si -21.777 0 9.498 0 0.008 -0.001
Si -19.067 2.725 9.47 -0.005 0.015 -0.001
Si -21.761 5.452 9.498 0.005 -0.002 0
Si -19.063 -8.15 9.479 -0.004 -0.003 0.001
Si -21.778 -5.432 9.506 -0.005 -0.002 0.007
Si -19.061 -2.715 9.491 -0.006 0 0.013
Si -16.357 0 9.457 -0.01 0.014 -0.003
Si -13.635 2.725 9.458 -0.01 0.005 0
Si -16.354 5.44 9.466 -0.003 -0.015 0.005
Si -13.633 -8.15 9.46 0.001 0.004 0.008
Si -16.35 -5.45 9.471 0.024 0.001 0.005
Si -13.641 -2.735 9.458 0 -0.005 -0.005
Si -10.913 -0.017 9.464 0.004 -0.007 -0.002
Si -8.164 2.727 9.467 0.008 -0.013 0.006
Si -10.906 5.459 9.465 -0.002 0.005 0.006
Si -8.19 -8.157 9.45 0.01 -0.006 0.003
Si -10.921 -5.442 9.452 -0.009 0.005 0.002
Si -8.19 -2.728 9.451 -0.005 0.003 0.001
Si -5.443 -0.005 9.454 0.012 0.004 0.002
Si -2.723 2.724 9.431 -0.01 -0.014 -0.003
Si -5.449 5.447 9.447 -0.003 -0.003 0.005
Si -2.732 -8.161 9.433 0.007 -0.001 0.008
Si -5.466 -5.451 9.443 -0.003 -0.002 0.003
Si -2.725 -2.727 9.432 0.002 0.011 -0.001
Si 1.327 -1.378 10.808 0.004 -0.005 0.003
Si 4.044 1.35 10.823 -0.006 0.014 -0.003
Si 1.335 4.067 10.791 -0.006 -0.004 -0.009
Si 4.041 -9.525 10.815 -0.002 -0.004 0
Si 1.327 -6.807 10.804 -0.005 -0.002 0.006
Si 4.032 -4.086 10.819 -0.007 0.003 0.002
Si 6.752 -1.369 10.85 -0.002 0.008 -0.002
Si 9.478 1.356 10.889 0.008 0.011 0.002
Si 6.757 4.078 10.86 -0.004 -0.011 0.007
Si 9.487 6.801 10.895 0.016 -0.012 0.005
Si 6.759 9.515 10.843 0.006 -0.006 -0.007
Si 9.494 -4.081 10.884 -0.01 0.005 -0.007
Si 12.221 -1.357 10.936 0.006 0.012 -0.001
Si 14.968 1.371 10.969 -0.001 -0.007 -0.002
Si 12.23 4.085 10.929 -0.008 -0.005 0.006
Si 14.975 -9.508 10.951 -0.004 0.005 -0.007
Si 12.232 -6.796 10.932 0.006 0.006 0
Si 14.964 -4.079 10.985 -0.019 0.003 0.011
Si 17.707 -1.363 11.011 0.008 0 0.006
Si 20.445 1.36 11.013 -0.001 -0.001 0
Si 17.708 4.092 10.991 0 0.011 -0.003
Si 20.44 6.797 11.015 0 -0.006 -0.004
Si 17.708 9.514 10.99 0.001 0.008 -0.003
Si 20.446 -4.086 11.006 0.003 -0.001 -0.004
Si 23.178 -1.373 11.001 0 -0.012 0.002
Si 25.904 1.352 10.995 -0.008 0.001 -0.002
Si 23.177 4.069 11.021 -0.003 0.019 0.003
Si 25.906 -9.525 11.009 0 0.016 0.004
Si 23.169 -6.805 11.016 -0.013 -0.008 -0.005
Si 25.902 -4.088 11.002 -0.002 -0.007 -0.002
Si 28.625 -1.363 10.987 -0.006 0.004 -0.001
Si 31.344 1.366 10.964 -0.006 0.002 0.002
Si 28.631 4.078 10.977 0 -0.011 0.002
Si 31.345 -9.517 10.973 0.009 -0.008 0.005
Si 28.632 -6.81 10.993 0.018 -0.008 0.004
Si 31.347 -4.077 10.972 -0.002 0.004 0.005
Si -31.219 -1.35 10.945 0.011 -0.011 -0.002
Si -28.526 1.366 10.928 0.002 0.003 -0.001
Si -31.239 4.091 10.953 -0.017 -0.011 0.001
Si -28.529 -9.498 10.934 -0.005 0.002 -0.003
Si -31.228 -6.785 10.953 0.014 0.005 0.001
Si -28.522 -4.067 10.931 -0.005 0.009 0.002
Si -25.829 -1.35 10.907 0.003 0.004 0.002
Si -23.12 1.365 10.872 0.005 -0.002 -0.002
Si -25.821 4.089 10.905 -0.003 -0.006 0.001
Si -23.114 -9.51 10.875 0.005 -0.013 -0.003
Si -25.821 -6.783 10.911 0.006 0.004 0.001
Si -23.128 -4.069 10.878 -0.001 0.007 -0.001
Si -20.416 -1.352 10.852 0.001 -0.002 -0.001
Si -17.706 1.366 10.822 0 -0.009 0.002
Si -20.406 4.091 10.847 -0.005 0.004 0.005
Si -17.704 -9.516 10.823 0.01 -0.003 0
Si -20.416 -6.794 10.851 0.009 -0.004 -0.001
Si -17.696 -4.078 10.831 0.001 0.001 -0.005
Si -14.991 -1.358 10.807 0.001 0.006 -0.003
Si -12.269 1.358 10.8 0.006 0.002 -0.006
Si -14.991 4.083 10.814 -0.004 0 -0.002
Si -12.264 -9.504 10.814 0.002 -0.004 0.002
Si -14.979 -6.794 10.823 -0.01 -0.001 0.005
Si -12.27 -4.085 10.809 0.005 0.001 0.005
Si -9.545 -1.371 10.809 0.001 0.001 0
Si -6.803 1.358 10.81 0.008 0.006 0.003
Si -9.534 4.091 10.807 0 -0.002 0
Si -6.82 -9.519 10.799 -0.011 -0.009 0.002
Si -9.545 -6.795 10.803 0.006 0.005 0.001
Si -6.825 -4.09 10.796 0.008 0.007 -0.008
Si -4.085 -1.37 10.801 -0.01 0.008 0.008
Si -1.378 1.345 10.784 0.003 0.019 -0.001
Si -4.088 4.078 10.796 0.006 0.002 -0.002
Si -1.379 6.795 10.797 0.002 -0.005 -0.002
Si -4.1 -6.811 10.792 -0.013 -0.006 -0.008
Si -1.378 -4.091 10.801 -0.002 -0.024 0.002
Si 2.683 -0.023 12.17 0.002 0.008 -0.006
Si 5.389 2.704 12.199 0.004 -0.009 0
Si 2.68 5.425 12.164 -0.011 -0.008 -0.003
Si 5.393 -8.166 12.193 0.006 0.001 -0.001
Si 2.673 -5.447 12.178 0 -0.007 -0.004
Si 5.389 -2.74 12.195 0 -0.005 -0.003
Si 8.103 -0.018 12.223 0.011 -0.005 -0.005
Si 10.842 2.71 12.247 0 -0.003 -0.01
Si 8.116 5.434 12.234 0.013 0.012 0
Si 10.858 8.149 12.26 -0.005 0.009 -0.006
Si 8.125 10.864 12.215 0.015 0.003 -0.007
Si 10.849 -2.739 12.269 0.004 -0.011 0.006
Si 13.589 -0.007 12.297 -0.01 -0.005 0
Si 16.332 2.73 12.335 0 0.006 0.003
Si 13.602 5.445 12.284 0.012 0.005 -0.012
Si 16.331 -8.164 12.335 -0.003 -0.012 -0.009
Si 13.592 -5.455 12.314 -0.006 -0.014 0
Si 16.336 -2.736 12.351 -0.013 0 0.007
Si 19.075 0.002 12.363 0.012 0.011 -0.003
Si 21.801 2.72 12.379 0 -0.016 0.001
Si 19.065 5.445 12.367 0.005 -0.003 0.001
Si 21.797 8.166 12.377 0 0.003 0.003
Si 19.075 10.869 12.348 0.003 0.005 -0.009
Si 21.81 -2.725 12.362 -0.003 0.006 -0.003
Si 24.543 -0.013 12.353 -0.003 -0.001 -0.003
Si 27.27 2.72 12.337 0.011 0.004 -0.005
Si 24.531 5.446 12.369 -0.005 -0.025 0.004
Si 27.268 -8.159 12.362 -0.005 0.001 -0.003
Si 24.532 -5.437 12.37 -0.003 0.003 0
Si 27.263 -2.723 12.358 0.001 0.001 0.002
Si 29.994 -0.001 12.334 0.011 0.005 -0.001
Si 32.702 2.723 12.329 0.001 0.009 -0.002
Si 29.993 5.436 12.336 -0.008 0.014 -0.007
Si 32.705 -8.145 12.326 -0.011 0.01 -0.006
Si 29.995 -5.443 12.343 -0.016 -0.006 -0.003
Si 32.719 -2.716 12.321 -0.001 0.004 -0.007
Si -29.857 -0.001 12.314 -0.018 -0.007 -0.002
Si -27.168 2.738 12.281 0.004 0.001 -0.001
Si -29.88 5.466 12.305 0.006 -0.002 -0.006
Si -27.169 -8.131 12.293 0.001 0.004 0.003
Si -29.867 -5.422 12.309 -0.001 -0.013 -0.01
Si -27.168 -2.702 12.294 -0.002 -0.005 -0.001
Si -24.47 0.022 12.252 0 0.002 -0.004
Si -21.768 2.744 12.213 -0.001 -0.002 -0.007
Si -24.462 5.46 12.255 -0.004 0.002 -0.002
Si -21.764 -8.14 12.233 -0.009 0.002 0.003
Si -24.472 -5.411 12.27 0.01 0.001 0.001
Si -21.771 -2.7 12.223 -0.004 0.001 -0.001
Si -19.062 0.021 12.196 -0.005 -0.002 -0.001
Si -16.341 2.726 12.174 0.002 0.014 0
Si -19.05 5.458 12.199 0.003 0.008 0
Si -16.339 -8.157 12.163 0.002 -0.011 -0.001
Si -19.054 -5.427 12.193 -0.003 0.007 0.005
Si -16.337 -2.71 12.176 0.004 -0.003 0.001
Si -13.625 0 12.158 -0.012 0 -0.005
Si -10.901 2.718 12.139 -0.008 -0.015 -0.003
Si -13.625 5.448 12.152 0.002 -0.011 0.001
Si -10.891 -8.156 12.166 0.004 0.005 0
Si -13.609 -5.443 12.176 0.005 0.01 0.002
Si -10.902 -2.733 12.159 -0.008 -0.005 -0.005
Si -8.178 -0.006 12.146 -0.002 0.003 -0.004
Si -5.446 2.72 12.164 0 -0.016 -0.002
Si -8.168 5.443 12.165 0.013 0.002 0.004
Si -5.458 -8.162 12.154 0.014 0.001 0.003
Si -8.182 -5.441 12.159 0.005 0.007 0.001
Si -5.462 -2.732 12.141 0 -0.005 0
Si -2.734 -0.009 12.166 0.007 0.005 0
Si -0.03 2.705 12.144 0.005 -0.008 -0.01
Si -2.736 5.437 12.157 -0.003 -0.002 0.003
Si -0.024 8.144 12.166 -0.014 -0.006 0.005
Si -2.742 -5.455 12.152 -0.001 0.015 0.003
Si -0.029 -2.737 12.181 0.004 0.028 0.005
Si 1.301 1.329 13.507 -0.009 0.012 -0.011
Si 4.021 4.067 13.541 -0.005 0.004 -0.003
Si 1.326 6.774 13.533 0.016 -0.001 0.001
Si 4.025 -6.807 13.545 -0.008 0.004 -0.002
Si 1.323 -4.098 13.557 -0.003 -0.015 0.009
Si 4.023 -1.384 13.549 -0.009 0.003 -0.002
Si 6.72 1.327 13.571 0.002 0.012 0
Si 9.465 4.056 13.593 0.028 -0.022 0.012
Si 6.751 -9.512 13.572 -0.015 -0.004 0.01
Si 9.484 9.512 13.592 0.013 -0.008 -0.009
Si 6.742 -4.11 13.555 0.016 -0.007 -0.021
Si 9.449 -1.386 13.588 -0.019 0.024 -0.009
Si 12.195 1.355 13.616 -0.013 0.01 0.002
Si 14.958 4.106 13.668 -0.015 0 -0.002
Si 12.226 6.795 13.626 0 -0.005 -0.003
Si 14.959 -6.809 13.683 -0.023 0.016 -0.002
Si 12.204 -4.108 13.647 0.012 0.008 0.006
Si 14.945 -1.369 13.669 0.001 0.008 0.011
Si 17.701 1.373 13.698 0.006 -0.014 -0.002
Si 20.427 4.088 13.731 -0.009 0.018 0
Si 17.695 -9.505 13.715 -0.007 0.002 -0.01
Si 20.427 9.529 13.735 -0.008 0.006 -0.006
Si 17.704 -4.11 13.706 0.027 -0.028 -0.004
Si 20.439 -1.368 13.713 0.012 0.004 -0.005
Si 23.172 1.34 13.708 0 -0.01 -0.006
Si 25.911 4.082 13.697 0.001 0.013 -0.003
Si 23.163 6.81 13.733 -0.009 0.02 0.004
Si 25.901 -6.794 13.722 0.003 -0.008 -0.001
Si 23.165 -4.076 13.736 -0.005 0.009 0.002
Si 25.896 -1.369 13.726 -0.009 0.009 0
Si 28.627 1.355 13.691 -0.02 0.011 -0.009
Si 31.352 4.079 13.701 0.003 -0.017 0.003
Si 28.641 -9.525 13.701 0.015 -0.019 -0.004
Si 31.364 -6.791 13.709 0.013 -0.008 0.004
Si 28.629 -4.093 13.706 0.011 -0.01 -0.005
Si 31.367 -1.362 13.686 -0.013 -0.006 -0.001
Si 34.069 1.355 13.678 0.009 0.004 0.005
Si -28.509 4.11 13.649 -0.007 0.005 -0.009
Si 34.071 -9.487 13.693 -0.015 -0.001 0.003
Si -28.5 -6.757 13.678 -0.027 0.011 0.002
Si 34.074 -4.071 13.695 0.012 0.013 0.002
Si -28.495 -1.349 13.694 0.02 -0.012 0.005
Si -25.802 1.386 13.638 0.001 -0.001 -0.008
Si -23.106 4.096 13.606 0.011 -0.001 -0.001
Si -25.797 -9.491 13.635 0.012 -0.009 -0.001
Si -23.101 -6.765 13.613 0.004 -0.007 0.001
Si -25.812 -4.049 13.662 0.003 0.012 0.004
Si -23.115 -1.339 13.601 0 -0.001 -0.008
Si -20.411 1.39 13.561 -0.013 0.017 -0.005
Si -17.68 4.098 13.537 0.01 -0.023 0.003
Si -20.398 -9.503 13.575 0.01 -0.008 0.003
Si -17.689 -6.801 13.521 0.015 -0.001 -0.011
Si -20.402 -4.061 13.558 0.003 -0.005 -0.008
Si -17.694 -1.343 13.532 -0.006 0.016 -0.003
Si -14.973 1.366 13.519 0.006 -0.022 0.001
Si -12.265 4.075 13.484 0.003 0.009 -0.01
Si -14.968 -9.502 13.508 -0.014 0.001 -0.001
Si -12.237 -6.798 13.531 -0.001 -0.004 0.006
Si -14.96 -4.068 13.515 -0.003 0.011 -0.006
Si -12.256 -1.364 13.499 0.008 -0.002 -0.007
Si -9.538 1.361 13.489 0 0.002 -0.002
Si -6.807 4.08 13.522 0.007 -0.008 0.015
Si -9.523 -9.513 13.519 -0.005 -0.001 0.006
Si -6.814 -6.797 13.508 -0.015 -0.004 -0.004
Si -9.547 -4.092 13.519 -0.003 0.01 0
Si -6.836 -1.385 13.494 0.021 0.009 -0.008
Si -4.099 1.353 13.525 -0.01 0.013 0.013
Si -1.379 4.066 13.508 -0.005 -0.01 -0.005
Si -4.1 6.798 13.511 -0.002 -0.011 -0.008
Si -1.392 9.498 13.516 0.007 -0.001 -0.009
Si -4.109 -4.092 13.498 -0.003 -0.016 -0.011
Si -1.397 -1.381 13.541 -0.002 -0.011 0.015
Si -0.035 -0.022 14.898 0.02 0.028 0.005
Si 2.645 2.682 14.864 0.007 -0.001 -0.008
Si -0.029 5.406 14.891 -0.01 -0.006 0.002
Si 2.677 8.138 14.897 -0.018 0 -0.005
Si -0.049 -5.475 14.892 -0.008 -0.014 0.008
Si 2.68 -2.738 14.93 0.021 0.015 0.006
Si 5.365 -0.047 14.937 0.007 0.014 0.013
Si 8.07 2.689 14.922 0.013 -0.002 0.005
Si 5.372 5.439 14.899 0.009 -0.005 -0.002
Si 8.105 -8.141 14.943 0.024 0.011 0.006
Si 5.378 -5.456 14.919 -0.011 -0.008 -0.003
Si 8.081 -2.762 14.932 -0.003 -0.019 0.005
Si 10.806 -0.022 14.932 0.018 -0.007 0.007
Si 13.551 2.734 14.962 0.006 -0.018 0.002
Si 10.845 5.413 14.936 -0.011 0.01 -0.003
Si 13.581 8.143 15.015 0.013 -0.015 0.003
Si 10.836 10.834 14.995 -0.027 -0.017 0.012
Si 13.585 -2.769 15.001 -0.028 -0.003 0.009
Si 16.317 0 15.014 -0.004 0.006 0.003
Si 19.051 2.731 15.087 0.004 -0.002 0.013
Si 16.322 5.453 15.059 0.001 0.015 -0.003
Si 19.039 -8.133 15.092 0.004 -0.001 0.004
Si 16.344 -5.485 15.062 -0.002 0.003 0.003
Si 19.074 -2.742 15.049 -0.007 -0.003 -0.007
Si 21.805 -0.011 15.076 0.001 0.004 0.007
Si 24.552 2.706 15.03 -0.012 -0.008 -0.005
Si 21.774 5.469 15.09 0.001 -0.017 0.012
Si 24.543 8.169 15.086 -0.008 0.003 0.01
Si 21.792 10.89 15.097 0 -0.007 0
Si 24.517 -2.708 15.103 0.004 -0.001 0.01
Si 27.28 -0.008 15.062 0.018 0.006 0.005
Si 29.984 2.708 15.052 0.008 0.013 0.007
Si 27.275 5.441 15.057 -0.002 -0.001 0.009
Si 30.002 -8.164 15.056 -0.027 -0.009 -0.004
Si 27.255 -5.429 15.087 0.008 0.01 0.004
Si 30.026 -2.746 15.038 -0.009 0.007 -0.006
Si 32.725 -0.01 15.057 0.017 -0.004 0.002
Si 35.442 2.728 15.01 -0.009 -0.001 -0.008
Si 32.719 5.456 15.045 -0.005 0.01 0.006
Si 35.435 -8.109 15.052 0.018 0.004 -0.001
Si 32.733 -5.434 15.075 -0.021 -0.02 0
Si 35.441 -2.725 15.066 -0.026 -0.006 0.003
Si -27.114 0.026 15.035 -0.006 0.008 0.001
Si -24.456 2.758 15 -0.009 -0.006 0.006
Si -27.148 5.477 15.007 -0.01 -0.005 -0.003
Si -24.451 -8.11 14.99 0 0.005 -0.001
Si -27.16 -5.386 15.06 0.014 0.001 0.004
Si -24.447 -2.676 15.007 0.005 0.006 0.005
Si -21.776 0.053 14.932 0.016 0.011 0.001
Si -19.041 2.751 14.897 -0.009 0.005 0.007
Si -21.742 5.46 14.949 -0.023 -0.003 0.007
Si -19.036 -8.13 14.912 0.008 0.004 0.01
Si -21.733 -5.397 14.957 -0.003 0.023 0.008
Si -19.052 -2.688 14.896 -0.001 -0.003 0.003
Si -16.329 0.013 14.879 -0.001 0.005 0.008
Si -13.605 2.726 14.862 -0.004 0.01 0.009
Si -16.311 5.469 14.871 0.011 0.011 0.006
Si -13.602 -8.16 14.868 0.001 -0.009 0.002
Si -16.312 -5.444 14.842 -0.012 -0.003 0
Si -13.592 -2.72 14.872 0.006 -0.005 0.009
Si -10.892 -0.003 14.836 -0.021 -0.018 -0.003
Si -8.193 2.719 14.852 0.004 -0.006 0.004
Si -10.904 5.425 14.826 -0.007 -0.017 -0.001
Si -8.16 -8.149 14.876 0.021 0.004 0.013
Si -10.874 -5.455 14.901 0.003 0.016 0.005
Si -8.198 -2.729 14.87 -0.008 -0.005 0.006
Si -5.486 -0.03 14.843 -0.005 -0.006 -0.001
Si -2.735 2.723 14.879 0.013 0 0.009
Si -5.449 5.449 14.88 -0.009 -0.004 0.006
Si -2.744 8.141 14.882 -0.008 -0.002 0.001
Si -5.459 -5.438 14.866 0.02 0.015 0.007
Si -2.777 -2.751 14.884 -0.001 0.032 0.007
O 1.428 -1.273 22.967 -0.072 0.048 0.32
O -3.755 -0.741 25.441 0.06 -0.525 0.288
O 3.042 0.906 22.875 -0.003 0.317 0.157
O 4.371 -7.003 -3.261 -0.084 -0.398 0.133
O 1.972 3.302 25.914 0.204 -0.143 -0.121
O 0.084 2.72 22.089 0.151 -0.432 -0.524
O 3.69 6.273 22.876 -0.395 -0.078 0.025
O 2.707 -4.402 23.067 -0.576 0.273 0.244
O 2.006 -6.829 23.046 -0.122 -0.404 0.195
O 6.968 -6.238 23.188 -0.428 0.337 0.465
O 8.918 -4.98 -6.889 0.223 -0.238 0.657
O 5.537 -2.607 25.299 0.008 0.147 0.021
O 6.352 -1.069 23.322 0.162 0.378 0.313
O 8.281 0.294 22.188 -0.177 -0.219 0.224
O 10.315 2.373 21.969 0.029 -0.054 0.465
O 6.732 3.05 25.628 0.373 0.005 0.185
O 7.178 3.824 23.061 0.506 0.041 0.054
O 12.343 -6.28 -4.238 -0.567 0.457 -0.059
O 9.174 6.236 22.924 -0.134 -0.643 0.031
O 5.36 -8.15 22.146 0.053 -0.191 0.706
O 6.628 -6.282 -7.136 0.115 -0.198 0.314
O 7.902 -4.029 24.455 -0.412 0.211 -0.404
O 8.966 1.042 25.726 -0.246 0.467 -0.245
O 6.619 0.933 -6.235 -0.118 0.197 -0.101
O 10.637 3.04 25.205 -0.35 0.314 -0.214
O 12.106 -1.401 23.204 0.062 -0.415 0.218
O 13.54 0.011 21.79 0.086 -0.334 0.142
O 13.234 2.828 25.105 -0.073 0.246 0.219
O 11.948 5.302 24.967 -0.524 0.077 0.635
O 12.781 7.9 24.894 -0.349 0.528 -0.484
O 15.56 7.834 22.891 0.116 0.438 0.473
O 10.794 8.137 22.123 0.076 0.116 0.441
O 12.269 -6.136 22.969 0.277 -0.209 0.552
O 13.957 -4.147 22.955 -0.011 0.055 0.217
O 16.049 -2.632 22.266 0.255 0.092 0.354
O 17.324 -0.54 23.183 -0.345 -0.154 0.583
O 22.281 -1.92 -5.016 -0.58 -0.012 -0.19
O 19.52 0.654 22.71 0.079 -0.438 0.439
O 18.538 4.206 23.046 0.457 -0.156 0.141
O 20.34 6.17 22.965 0.374 -0.043 0.283
O 21.803 8.113 22.091 -0.212 0.056 0.246
O 25.274 4.96 -6.285 -0.002 0.135 0.303
O 17.623 -7.013 23.275 0.376 0.185 0.786
O 19.087 -5.279 22.268 -0.169 0.143 0.308
O 20.61 -3.57 23.555 -0.105 -0.036 0.822
O 22.351 -2.481 22.252 -0.263 -0.273 -0.385
O 23.688 -0.304 22.794 0.302 0.109 -0.093
O 24.34 0.073 25.282 0.167 -0.564 0.346
O 25.721 1.355 23.477 -0.444 -0.243 0.169
O 21.127 2.677 22.451 -0.05 0.221 -0.229
O 23.2 3.741 23.374 0.133 0.298 0.519
O 27.689 5.069 -7.306 -0.123 0.09 -0.692
O 26.257 7.393 23.199 -0.186 0.077 0.467
O 23.674 -6.781 23.049 0.258 0.302 -0.005
O 22.216 -6.972 -7.024 0.322 0.217 -0.283
O 25.434 -4.226 23.476 0.025 0.198 0.227
O 27.294 -2.743 22.37 0.044 0.303 0.176
O 29.298 -1.287 23.089 -0.173 -0.186 0.306
O -30.664 -2.248 25.642 -0.608 0.002 0.261
O 31.214 0.497 23.157 0.345 0.014 0.465
O 27.977 7.941 25.341 0.238 0.429 0.402
O 29.529 4.244 22.775 0.399 -0.339 0.162
O 28.691 6.634 23.216 0.049 0.091 -0.602
O 31.24 6.265 23.138 0.391 0.017 0.307
O 28.147 -7.107 23.12 0.161 0.143 0.216
O 29.968 -5.495 22.254 -0.141 -0.146 0.415
O 31.704 -4.013 23.405 0.214 -0.225 -0.029
O 32.224 -4.123 26.027 -0.003 0.024 -0.195
O -31.092 -1.282 23.383 -0.353 -0.514 0.278
O 31.314 -1.839 24.708 0.307 0.205 0.212
O -29.811 0.457 22.234 -0.189 -0.008 0.621
O -23.444 1.087 23.021 0.046 0.359 0.284
O 32.565 2.597 22.182 -0.061 0.317 0.163
O -31.099 4.275 23.11 -0.593 0.548 0.386
O -29.862 4.461 25.335 0.231 0.486 0.261
O -28.839 5.476 23.096 -0.264 0.057 0.466
O -30.548 -6.523 23.014 -0.262 0.149 0.284
O -32.498 -8.161 22.279 -0.049 0.073 0.31
O -28.84 -4.456 23.061 -0.119 0.157 0.257
O -27.058 -2.604 22.38 0.049 -0.139 0.269
O -28.515 -3.66 25.968 0.147 -0.098 -0.489
O -25.32 -0.783 23.293 -0.459 0.398 0.46
O -23.881 0.117 25.386 -0.288 0.099 -0.011
O -20.577 3.475 24.981 -0.144 -0.363 0.23
O -25.507 3.243 25.795 -0.336 0.103 0.142
O -25.673 3.934 23.304 -0.775 -0.131 0.149
O -24.183 5.647 22.196 -0.162 -0.161 0.02
O -27.712 7.778 22.789 0.165 0.188 -0.105
O -25.946 -6.822 23.368 0.036 0.026 0.578
O -24.249 -5.354 22.181 -0.162 0.02 0.213
O -22.338 -3.851 23.031 0.633 -0.341 -0.101
O -17.127 0.152 26.115 0.486 -0.011 -0.354
O -21.295 -2.852 25.243 -0.127 -0.286 0.782
O -16.707 1.751 22.44 0.79 -0.37 0.162
O -19.854 -1.909 23.324 -0.111 -0.286 0.132
O -21.607 2.794 22.154 0.097 0.095 0.55
O -20.159 4.883 22.863 0.013 0.594 0
O -19.981 7.809 24.522 0.178 0.11 0.262
O -18.88 5.574 25.144 -0.068 -0.156 1.013
O -22.314 7.314 23.173 -0.233 -0.316 0.536
O -18.74 -3.426 25.359 -0.019 -0.401 -0.138
O -16.279 2.365 24.893 0.701 0.257 0.109
O -15.333 -6.08 -6.844 -0.046 -0.21 -0.175
O -17.076 -3.692 22.952 -0.014 0.035 0.118
O -15.702 -1.45 22.864 -0.301 0.489 0.084
O -13.686 0.004 22.021 0.203 -0.101 0.211
O -6.412 -0.227 24.939 -0.371 -0.241 0.214
O -13.881 0.362 -6.7 0.142 -0.345 0.63
O -15.626 4.03 22.994 0.181 0.156 0.855
O -13.612 5.443 22.118 0.132 -0.05 0.385
O -11.622 6.923 22.933 0.023 -0.198 -0.07
O -13.032 -6.684 -5.6 0.259 0.308 -0.55
O -14.746 -7.671 25.414 0.178 0.001 0.136
O -12.293 -4.694 22.816 0.389 -0.436 0.159
O -10.95 -2.885 21.619 0.28 -0.13 -0.118
O -10.299 -1.087 23.179 0.361 0.369 0.262
O -12.184 1.941 22.956 0.348 0.409 -0.141
O -12.229 -2.675 24.487 -0.148 -0.053 0.398
O -6.92 1.346 23.051 -0.259 -0.355 0.002
O -9.472 3.431 23.075 -0.082 -0.39 0.075
O -8.049 5.453 22.149 -0.11 -0.142 0.736
O -6.039 7.209 22.592 0.239 -0.199 0.022
O -10.034 -7.304 23.092 0.323 0.109 0.46
O -8.352 -5.438 22.125 0.15 0.014 0.442
O -6.532 -3.741 23.031 0.154 -0.038 -0.053
O -5.52 -2.612 25.2 0.302 -0.237 0.326
O -4.785 -1.316 23.074 -0.122 -0.128 0.184
O -2.97 -0.235 21.564 0.252 0.018 0.182
O -1.718 1.2 23.017 -0.54 -0.203 0.366
O 2.319 2.319 -5.65 0.379 -0.039 0.401
O -5.31 2.94 21.99 -0.11 0.018 0.271
O -3.674 5.081 22.549 0.023 0.652 -0.02
O -1.069 6.563 23.23 0.067 -0.087 0.063
O 0.048 -8.014 21.899 -0.292 0.302 0.068
O -5.311 7.484 25.084 0.855 -0.475 0.064
O -4.407 -7.095 23.184 0.354 -0.21 0.568
O -0.443 -3.023 22.155 0.012 0.271 0.53
O 1.934 -0.077 -6.738 -0.277 -0.248 0.329
O 2.692 -2.46 -3.205 0.192 0.387 -0.174
O 9.633 7.363 25.268 0.665 -0.164 -0.011
O 5.374 4.973 24.522 -0.267 0.078 0.039
O 4.195 -5.97 24.457 0.235 -0.092 -0.596
O 1.792 4.161 23.31 0.124 -0.22 0.066
O 8.885 -6.409 25.116 -0.224 0.094 -0.024
O 4.884 -3.041 22.71 0.376 -0.297 0.163
O 6.481 -5.424 -3.683 0.641 -0.022 0.203
O 2.749 -5.066 -3.872 -0.563 0.084 0.04
O 3.761 -1.151 24.212 -0.117 -0.212 0.554
O 6.526 0.528 26.307 -0.278 -0.031 -0.322
O 12.119 3.76 23.007 0.566 0.013 0.166
O 5.141 2.557 22.185 0.018 -0.052 0.219
O 16.546 4.796 -5.533 0.034 0.084 0.146
O 12.59 7.747 -7.41 -0.221 0.25 0.021
O 11.39 6.039 -3.18 0.142 -0.007 -0.769
O 15.203 -7.919 -7.33 -0.028 -0.086 -0.352
O 9.3 -5.339 22.73 0.416 -0.214 0.053
O 8.805 -0.813 -3.655 0.077 0.309 0.245
O 13.78 -1.059 -4.382 -0.258 -0.411 -0.063
O 14.372 6.116 -6.328 -0.317 0.123 0.563
O 14.102 3.586 -5.855 0.116 -0.324 -0.123
O 17.808 6.632 23.197 0.028 -0.011 -0.349
O 17.27 2.082 22.493 -0.447 -0.225 -0.15
O 13.781 6.054 23.219 -0.491 -0.614 -0.028
O 18.007 5.998 -3.808 0.485 -0.077 0.421
O 12.162 -4.249 24.865 -0.069 -0.211 0.367
O 12.118 -1.734 25.74 -0.179 0.008 0.398
O 11.225 0.537 24.702 -0.093 0.362 -0.328
O 9.948 -3.332 25.928 -0.118 -0.362 0.114
O 19.307 5.517 25.206 -0.452 0.011 0.24
O 19.299 2.219 -0.212 -0.16 0.334 0.483
O 21.915 3.079 -6.451 0.016 0.291 0.036
O 15.624 1.926 25.429 -0.089 0.273 0.261
O 21.121 3.625 24.988 -0.399 -0.085 0.137
O 23.361 6.839 -6.717 -0.126 0.069 0.529
O 22.041 -1.29 24.563 -0.406 0.145 0.455
O 23.655 7.884 25.251 0.305 -0.377 -0.07
O 21.66 -6.622 -4.561 0.663 -0.214 0.239
O 16.69 7.695 -5.273 0.161 -0.388 -0.307
O 20.092 3.09 -2.521 -0.245 -0.288 -0.487
O 28.186 -2.075 26.098 0.005 -0.124 -0.004
O 23.114 6.961 -2.462 0.355 -0.309 0.035
O 27.756 3.858 26.177 -0.01 -0.02 -0.257
O 20.675 7.85 -2.993 -0.24 -0.039 -0.145
O 24.618 5.542 22.297 -0.127 -0.013 0.195
O 25.022 -7.982 -3.636 -0.481 0.114 -0.604
O 22.459 -4.49 -5.808 0.352 -0.066 -0.54
O 25.21 -3.727 26.158 0.089 0.537 0.071
O 29.617 0.076 25.209 0.18 0.457 0.063
O -31.054 0.393 25.515 -0.481 0.406 -0.082
O 28.589 0.909 -5.575 0.246 -0.155 0.043
O 29.763 -3.96 25.285 -0.078 -0.248 -0.39
O 27.442 5.018 -4.713 -0.353 -0.153 0.489
O 27.746 0.133 -3.28 -0.365 -0.09 -0.374
O 26.839 -6.371 -3.05 -0.046 0.019 -0.018
O -31.732 -5.897 -1.433 -0.094 0.065 -0.22
O 29.066 -6.126 -7.072 0 -0.432 0.16
O 29.319 -2.793 -4.263 0.04 -0.232 0.44
O -26.943 1.064 26.12 0.234 0.248 -0.412
O -27.633 -1.371 -6.55 0.033 -0.31 0.309
O -30.587 4.527 -3.984 0.06 -0.122 0.722
O -28.846 7.749 -5.255 -0.107 0.193 -0.491
O -31.108 -7.184 -5.46 -0.527 -0.087 0.195
O -28.764 -0.57 24.804 0.432 -0.204 -0.476
O -26.328 -4.811 -5.454 -0.416 0.058 0.008
O -20.846 2.34 -5.027 -0.405 -0.043 -0.055
O -22.371 2.159 26.297 0.096 0.211 0.209
O -2.772 6.324 -3.947 -0.327 0.5 -0.003
O -23.134 -0.132 -6.36 0.09 0.088 0.381
O -17.426 7.932 25.334 -0.31 0.354 0.283
O -26.713 7.792 25.246 -0.24 -0.25 0.413
O -28.379 -6.625 24.482 0.028 0.181 0.771
O -24.515 -5.476 -7.333 -0.208 -0.701 -0.068
O -2.793 1.926 -6.519 -0.395 0.002 0.303
O -18.758 0.095 22.13 0.047 0.016 0.624
O -13.392 0.784 -4.109 -0.212 -0.454 0.028
O -12.397 5.36 -3.218 0.116 -0.089 0.39
O -18.681 3.751 -5.526 0.242 -0.25 -0.62
O -20.97 -6.799 22.858 -0.171 0.446 -0.018
O -14.776 7.715 -6.445 -0.133 -0.22 0.118
O -16.262 -2.662 25.216 0.304 0.184 0.195
O -20.93 7.597 -6.034 0.157 0.518 0.219
O -19.498 -0.967 25.803 -0.272 0.466 0.042
O -24.728 3.838 -1.315 0.26 0.129 -0.229
O -17.327 -1.273 -5.703 -0.379 -0.134 0.157
O -1.795 1.566 -4.128 -0.062 -0.805 -0.077
O -11.745 2.777 -3.686 0.194 -0.007 0.64
O -5.767 2.101 25.557 -0.085 0.169 0.287
O -8.314 4.51 -6.387 -0.424 -0.234 0.139
O -16.179 -8.097 22.1 -0.156 0.09 0.144
O -14.367 5.111 -6.952 -0.53 0.077 0.038
O 26.097 -4.869 -0.961 -0.421 -0.082 -0.087
O -18.012 6.735 23.057 0.127 -0.279 0.093
O -10.497 -7.223 -5.071 0.392 0.494 -0.406
O -9.388 -4.61 -2.642 -0.125 0.2 -0.092
O -6.968 -7.136 24.027 -0.341 -0.124 -0.195
O -31.623 -4.532 -5.473 0.399 0.488 0.244
O -4.809 -6.257 -3.771 -0.096 -0.083 -0.133
O 17.219 -6.281 -6.292 0.112 0.735 -0.144
O -1.753 3.77 23.603 -0.088 0.269 -0.405
O -19.536 -2.478 -3.802 0.429 -0.021 -0.335
O -10.796 2.377 25.099 -0.174 0.267 0.225
O 0.951 3.292 -3.718 0.542 -0.433 0.228
O -2.481 5.721 25.064 -0.34 0.424 0.715
O -8.718 -5.876 25.767 -0.438 -0.207 -0.314
O -2.393 3.956 -4.939 0.071 0.109 -0.12
O -8.149 -2.979 24.922 -0.337 0.151 -0.552
O -6.34 -4.986 25.338 0.521 -0.003 0.382
O -0.031 2.127 24.69 0.507 0.194 0.264
O -3.085 1.72 25.795 0.458 0.188 0.009
O 2.757 -2.666 -0.185 -0.167 0.2 -0.057
O 4.687 7.408 25.01 -0.292 0.249 -0.08
O -15.948 -0.317 -0.457 0.137 0.2 -0.568
O 0.209 5.202 25.147 0.004 -0.095 0.525
O -0.719 7.568 25.732 0.086 0.592 -0.164
O 1.766 -7.548 -4.012 0.033 -0.17 0.158
O 0.869 4.482 -1.363 0.093 0.322 -0.046
O -2.561 -5.256 22.226 0.242 0.02 0.53
O -0.625 -3.804 -5.09 0.489 0.024 -0.313
O 0.398 7.3 -5.802 -0.352 -0.092 -0.232
O 2.84 5.586 25.217 0.057 0.259 0.409
O 5.078 3.749 -2.282 -0.28 -0.059 0.145
O 19.121 -8.16 -0.232 0.134 -0.093 -0.334
O 8.715 6.572 -2.849 0.06 -0.222 0.432
O -24.506 5.617 -3.756 0.18 -0.086 0.18
O 6.206 5.856 -3.358 -0.036 -0.397 -0.62
O 11.29 -3.737 22.426 0.229 0.593 0.021
O -6.099 7.82 -3.258 0.301 -0.089 -0.628
O -5.123 -6.798 -1.311 0.07 0.525 -0.057
O 1.404 -6.26 -1.548 0.399 -0.036 -0.497
O 6.185 -0.578 -4.103 -0.32 -0.072 -0.24
O 7.298 -2.925 -3.595 0.522 -0.246 0.318
O 5.316 1.914 -4.101 0.038 0.413 -0.415
O 10.712 3.679 -2.738 0.053 -0.175 0.641
O 8.815 2.577 -3.709 -0.446 -0.257 -0.359
O 8.252 5.369 -7.214 -0.189 -0.43 -0.104
O -20.875 -1.672 -6.252 0.403 -0.213 -0.384
O 7.246 7.495 24.169 0 0.338 -0.568
O 13.75 0.179 24.772 0.479 -0.164 0.387
O -24.268 -4.072 -4.108 -0.166 0.254 -0.155
O 8.205 -1.476 25.464 0.113 -0.015 -0.576
O 11.265 -0.182 -4.357 -0.127 -0.039 0.745
O -30.812 2.439 -7.276 -0.157 -0.045 -0.463
O -20.019 -1.612 -1.403 0.134 0.363 -0.386
O 11.375 3.049 -5.15 -0.051 -0.419 -0.734
O 19.045 6.044 -6.148 0.28 0.118 0.203
O 16.927 7.831 25.262 -0.533 0 0.414
O 17.704 1.251 -5.084 -0.295 0.102 0.414
O 8.21 -8.099 -0.362 -0.23 0.074 -0.511
O 17.52 -7.76 -2.908 0.796 0.169 -0.008
O 20.02 -5.867 -2.714 -0.368 -0.107 0.283
O 20.425 -1.151 -2.394 -0.059 -0.012 -0.084
O 18.945 -7.823 -7.321 -0.292 0.032 -0.5
O 13.331 1.488 -4.557 0.527 -0.031 0.241
O 15.782 -2.581 -3.419 0.272 0.058 0.213
O -13.811 -2.437 -0.564 -0.186 -0.062 -0.405
O 14.18 5.959 25.924 0.401 0.026 0.005
O 21.868 6.041 25.77 0.257 0.084 -0.636
O -31.063 5.434 -1.304 -0.039 0.099 -0.363
O 19.007 1.844 -7.24 -0.093 0.53 -0.25
O 21.844 -3.975 -3.313 0.129 0.062 0.382
O 18.352 -1.029 -3.92 -0.026 0.164 0.115
O -20.417 -4.139 -1.899 0.233 -0.326 0.43
O -2.607 -5.442 -4.81 -0.111 -0.51 -0.216
O -11.575 1.301 -5.921 0.438 -0.17 -0.121
O 16.22 -0.926 -5.413 -0.288 -0.162 -0.644
O 13.166 4.024 -3.488 0.623 0.069 0.224
O -19.627 7.111 -3.777 -0.056 0.227 0.212
O 22.635 -0.012 -3.18 0.112 0.268 -0.01
O 24.629 -0.804 -4.777 0.215 0.431 -0.454
O -26.713 1.457 -3.656 0.317 -0.349 -0.034
O 21.336 5.259 -3.276 0.053 0.222 -0.669
O 22.312 2.856 -3.878 0.362 -0.088 0.121
O -15.764 4.027 -1.132 0.033 0.552 -0.121
O 27.707 -3.974 -2.757 0.024 0.438 0.379
O 18.625 -0.682 -6.558 0.058 -0.384 -0.132
O 27.862 -4.692 -5.321 0.334 0.044 -0.131
O 13.339 -2.339 -0.354 0.011 -0.126 -0.631
O 25.778 -1.482 -2.53 -0.45 -0.005 0.191
O 14.667 1.949 23.025 0.087 0.239 -0.117
O 30.727 1.662 -1.199 -0.393 -0.158 -0.565
O 26.705 -2.483 -4.728 -0.052 0.265 -0.201
O 32.245 5.726 -3.894 0.128 0.297 -0.004
O 26.956 2.843 -6.24 -0.459 -0.28 0.289
O -32.258 4.004 -5.765 -0.426 0.181 0.017
O -4.751 -3.911 -4.943 0.155 0.422 -0.415
O -8.991 1.595 -2.487 0.217 -0.031 -0.427
O 31.828 -2.64 -4.76 0.516 0.186 -0.118
O 30.293 -0.39 -3.991 0.384 0.189 0.329
O 20.36 -3.824 -1.088 -0.25 0.237 -0.223
O -28.77 6.737 -1.449 0.32 0.089 -0.409
O -29.306 0.8 -3.889 0.146 0.031 0.069
O -30.186 -0.752 -5.801 -0.434 -0.391 -0.167
O 25.67 2.272 25.991 -0.191 0.057 0.325
O -25.224 1.364 -5.755 -0.165 0.056 0.315
O -24.349 5.065 -6.366 -0.044 -0.31 -0.074
O 29.102 6.726 -5.83 0.011 0.418 0.004
O -26.992 7.93 -3.401 -0.122 -0.075 0.399
O -25.914 -5.947 -3.181 0.101 0.088 -0.033
O -13.144 2.788 -7.463 -0.102 0.196 -0.597
O -19.988 3.33 -0.797 0.348 -0.418 0.056
O -20.929 -0.259 -4.17 -0.493 0.068 0.502
O -4.095 5.448 -6.133 0.262 -0.19 0.16
O -31.284 -3.497 -2.65 0.473 0.023 -0.068
O -24.248 2.471 -3.564 0.662 -0.166 -0.404
O -22.122 3.415 -2.368 0.058 0.553 0.154
O -20.628 3.379 -7.33 0.132 0.603 -0.156
O -19.63 4.224 -3.17 -0.1 0.24 -0.265
O -22.182 6.834 -3.822 0.11 0.017 -0.063
O 16.615 -5.134 -3.112 0.746 0.174 -0.159
O -31.632 1.366 -5.021 -0.121 -0.036 0.356
O -10.882 0.268 -3.564 -0.15 -0.316 -0.378
O -22.021 -5.359 -3.572 -0.085 -0.414 -0.296
O -12.179 -7.593 24.682 0.314 0.019 0.795
O 9.184 0.647 -5.824 0.143 0.524 0.137
O -22.437 -4.72 -6.021 0.528 0.238 0.004
O -18.637 0.858 -4.975 0.034 0.268 -0.194
O -16.591 0.905 -6.928 -0.143 0.39 -0.293
O -3.874 2.35 -2.695 -0.14 -0.563 -0.331
O -24.286 -8.156 26.125 0.198 -0.191 -0.274
O -22.143 -7.16 25.14 0.053 0.41 0.167
O 17.823 1.628 -2.303 0.064 -0.119 -0.5
O -17.13 8.082 -3.11 -0.217 0.536 -0.045
O 13.587 2.853 0.044 -0.048 -0.152 -0.299
O -26.811 -1.634 -1.364 -0.012 0.542 -0.373
O -23.874 -3.246 25.152 -0.332 0.394 0.079
O -18.222 3.479 23.686 -0.073 0.031 -0.179
O -16.016 0.746 -4.481 -0.023 -0.34 0.195
O 13.478 -5.164 -6.368 0.14 -0.065 -0.055
O -0.207 -6.461 -5.452 0.018 -0.038 -0.549
O -8.801 7.761 -3.338 -0.392 0.102 0.45
O 5.189 7.927 -6.954 0.418 -0.266 0.432
O 20.308 1.584 -4.988 0.031 -0.317 0.485
O -12.33 7.966 -3.692 0.035 -0.029 0.11
O -0.269 5.517 -3.519 0.34 0.074 -0.409
O -15.248 -7.068 -4.372 -0.044 0.374 0.092
O -8.475 -5.268 -7.167 -0.687 -0.131 0.223
O -8.361 -2.562 -0.261 0.118 0.027 -0.465
O -11.453 1.254 -1.224 -0.19 -0.14 -0.236
O -16.509 -5.325 -0.66 0.145 0.086 -0.345
O -9.492 6.721 -5.638 -0.201 0.04 -0.492
O -7.298 -4.114 -4.177 -0.358 0.405 -0.09
O -4.732 4.549 -3.781 -0.356 0.214 0.206
O -4.196 3.831 24.699 -0.133 0.131 -0.076
O 7.859 6.866 -5.21 -0.316 0.176 -0.338
O -7.58 5.667 -4.1 0.415 -0.386 -0.065
O -14.509 -3.618 23.55 0.034 -0.274 -0.197
O -11.753 -5.761 -3.373 -0.038 0.141 -0.243
O 12.309 -6.528 -1.509 0.264 0.471 -0.11
O -4.026 -1.673 -1.602 0.02 -0.097 -0.388
O -17.168 3.249 -3.39 0.03 -0.227 -0.245
O 27.547 7.515 -3.828 0.154 0.138 0.016
O -0.286 2.793 -5.98 0.094 0.081 -0.75
O -28.525 -3.706 -1.258 -0.257 0.069 -0.195
O -1.369 3.444 -2.344 0.102 0.097 0.16
O -20.018 1.667 -2.743 0.38 -0.189 0.611
O -7.236 6.368 -1.514 -0.025 -0.459 -0.087
O 4.81 -3.482 -4.183 -0.136 0.573 -0.492
O 32.615 0.039 -0.372 0.024 0.055 -0.464
O -1.15 -0.088 25.694 0.116 -0.594 -0.039
O -1.91 -2.984 -1.065 0.162 0.391 0.109
O -18.036 -3.345 -1.552 0.175 0.231 -0.477
O -1.304 -1.477 -6.022 0.053 0.474 0.214
O 1.106 -1.149 -1.446 -0.268 0.578 -0.118
O -29.332 -5.567 -6.388 0.168 0.206 0.474
O 4.449 1.286 -1.603 -0.417 -0.48 -0.2
O 2.698 2.796 -0.456 0.024 -0.074 -0.434
O 3.449 -6.822 -5.779 -0.035 0.49 -0.258
O 21.408 0.818 -0.97 0.388 0.248 -0.07
O 4.198 6.235 -1.588 -0.274 0.129 -0.499
O 2.752 8.116 -0.536 -0.095 0.188 -0.715
O 0.757 -3.664 -2.085 -0.155 0.06 0.25
O 31.077 3.975 -2.39 0.646 -0.161 0.118
O 0.268 -1.681 -3.87 0.119 0.317 0.017
O 4.111 -4.217 -1.724 0.305 -0.384 -0.146
O 29.506 2.1 -3.428 0.123 0.321 -0.368
O 7.072 -1.195 -1.651 -0.367 0.467 -0.215
O 9.493 1.299 -1.469 0.198 -0.301 -0.768
O -8.269 2.014 25.073 -0.182 0.139 0.558
O -26.043 3.774 -4.881 -0.764 -0.001 -0.132
O 6.426 5.395 -0.774 0.107 0.601 0.358
O 10.332 6.74 -0.927 0.415 -0.147 -0.028
O 10.225 6.967 -6.405 0.377 0.297 0.534
O 14.916 -6.759 -4.984 -0.082 -0.003 0.439
O 6.216 -6.512 -1.296 -0.094 0.532 -0.236
O 8.6 -2.972 -0.464 0.188 -0.092 -0.478
O 10.619 -5.002 -0.382 0.123 0.02 -0.311
O 6.939 1.746 -2.111 -0.016 -0.551 0.247
O 11.282 -0.26 -0.371 -0.21 -0.211 -0.517
O 12.366 4.819 -1.044 0.189 0.765 -0.03
O 13.215 7.941 -3.048 -0.079 -0.499 -0.292
O 17.932 4.064 -1.285 -0.254 0.372 -0.636
O 8.305 3.599 -1.087 0.338 -0.016 -0.127
O 14.245 7.196 -0.769 -0.298 0.278 0.061
O 15.222 -7.044 -1.982 -0.185 0.032 0.323
O 16.775 -0.04 -0.515 -0.044 0.304 0.343
O 15.602 6.841 -3.016 -0.003 -0.536 0.122
O -28.549 3.184 -3.197 0.173 0.428 0.426
O 14.986 -4.068 -1.4 0.345 -0.132 -0.143
O 15.319 1.804 -1.312 -0.458 0.463 -0.457
O 15.836 -0.025 -3.029 -0.348 -0.024 0.124
O 2.786 7.045 -6.699 0.254 -0.257 0.22
O 23.805 -7.176 -1.237 0.162 0.195 -0.115
O 16.246 5.57 -0.158 -0.039 0.023 -0.656
O 1.476 4.831 -5.859 0.131 0.026 0.26
O -6.761 -3.252 -6.566 -0.071 0.573 -0.001
O 17.464 -6.147 -0.871 -0.177 0.697 0.05
O 12.645 -0.115 -6.592 -0.103 -0.109 0.119
O -22.373 -7.057 -7.407 0.156 0.01 -0.108
O -8.026 -7.451 -5.563 0.442 0.025 0.313
O 18.176 -1.977 -1.394 0.261 -0.241 -0.237
O 10.595 -7.852 -2.996 -0.58 0.409 -0.398
O 18.805 3.685 -5.169 0.452 -0.106 0.259
O 26.185 0.814 -1.256 -0.104 0.261 -0.264
O 24.471 2.566 -0.378 0.233 -0.004 -0.35
O 20.999 6.356 -0.933 -0.034 -0.249 -0.089
O 22.453 3.843 -1.394 0.056 -0.021 -0.403
O 25.507 7.165 -1.347 0.301 0.106 -0.242
O -13.309 -5.291 25.102 -0.02 0.026 0.421
O -12.154 0.013 24.708 -0.52 0.003 0.163
O 21.972 -5.566 -0.242 -0.16 0.165 -0.545
O 24.568 -2.891 -0.144 0.117 -0.039 -0.463
O 22.673 -1.465 -1.065 0.134 -0.345 -0.286
O -28.633 1.025 -6.855 0.704 0.21 0.105
O -15.07 -7.162 -1.741 0.408 0.097 -0.292
O -31.298 -0.883 -3.482 -0.759 0.074 0.161
O 19.479 -7.762 26.056 0.032 -0.327 -0.228
O 27.19 5.4 -0.434 0.161 0.065 -0.522
O 28.783 3.475 -1.263 -0.103 -0.082 -0.23
O 31.404 6.455 -1.499 0.661 0.084 -0.25
O 29.858 -8.066 -0.427 -0.107 -0.11 -0.499
O -25.577 -3.019 -7.209 0.223 0.118 -0.071
O 28.467 -5.96 -1.108 0.142 0.294 -0.397
O -10.023 7.111 24.992 0.377 0.053 -0.038
O 27.953 -1.096 -1.031 0.243 -0.232 -0.268
O 24.266 -3.278 -4.048 0.407 -0.316 0.279
O 32.077 -5.012 -3.506 -0.439 -0.56 0.054
O -29.926 2.987 -0.57 0.19 -0.22 -0.281
O 14.159 -4.499 -3.895 -0.451 0.207 -0.013
O 27.4 2.787 22.23 -0.053 0.224 0.585
O -12.744 7.091 -1.275 -0.055 0.499 -0.107
O -14.516 2.955 -5.248 -0.582 0.004 -0.144
O 21.698 -6.76 24.817 -0.43 0.059 -0.554
O 31.813 -4.025 -1.161 -0.346 -0.012 -0.196
O 29.605 5.926 -3.369 0.045 -0.011 -0.058
O -10.003 4.578 -4.289 0.235 -0.138 0.176
O -27.147 -5.582 -0.292 -0.076 0.021 -0.283
O -28.261 1.191 -1.498 0.388 -0.293 -0.162
O 1.562 0.123 25.064 0.228 -0.058 0.48
O -23.577 1.543 -1.243 -0.449 -0.286 -0.221
O 19.302 -3.364 -3.348 -0.383 -0.22 -0.66
O -26.857 5.353 -0.519 -0.017 0.016 -0.395
O 1.815 -5.693 25.422 -0.483 0.308 0.013
O -21.65 5.351 -0.296 -0.039 -0.231 -0.042
O -23.473 6.702 -1.512 -0.424 0.271 -0.145
O -22.797 -1.402 23.59 0.197 0.22 -0.61
O -25.659 -7.558 -1.208 -0.002 -0.572 -0.068
O -24.625 -2.841 -0.492 -0.153 0.141 -0.062
O -22.908 -4.638 -1.252 -0.16 -0.229 -0.258
O -21.742 0.008 -0.328 -0.016 -0.07 -0.327
O 31.73 2.127 -6.693 -0.047 -0.353 0.265
O -30.797 8.082 -0.803 0.108 -0.107 0.026
O -21.108 -6.576 -1.371 -0.117 -0.31 -0.489
O -28.247 5.554 -4.056 0.031 -0.152 0.461
O -0.665 -5.554 -3.103 -0.459 -0.576 0.184
O -18.114 6.274 -1.589 -0.165 -0.481 -0.18
O -19.243 -8.128 -0.431 0.116 0.065 -0.417
O -24.38 -8.095 -3.424 0.265 0.353 -0.33
O -28.995 -2.026 -3.013 0.358 0.08 -0.405
O 30.208 4.519 -6.63 0.292 0.029 0.282
O -30.596 7.422 -3.288 -0.086 0.081 0.061
O -14.935 2.236 -2.721 0.608 -0.084 0.232
O -13.522 2.728 -0.381 0.202 -0.15 -0.307
O 31.105 -4.918 -5.944 -0.201 -0.08 0.385
O -17.568 5.676 -4.079 0.4 0.118 -0.383
O -4.855 4.222 -1.154 -0.123 0.3 0.214
O 9.902 -1.855 -5.911 -0.076 -0.587 0.202
O -14.64 6.969 -3.099 -0.294 -0.668 -0.124
O -23.294 3.836 24.49 0.085 -0.244 -0.083
O -26.378 6.427 -5.468 0.023 0.294 -0.393
O -30.689 -1.609 -1.031 0.319 0.275 -0.036
O -5.249 7.489 -7.195 0.179 0.213 0.559
O -28.896 3.532 -5.852 0.081 0.17 -0.078
O -9.769 -0.694 -1.325 0.34 -0.167 -0.285
O -7.418 2.06 -0.513 -0.064 0.205 0.281
O -16.2 -3.605 -6.465 -0.005 -0.141 0.484
O -10.861 5.428 -0.487 0.028 -0.138 -0.013
O -8.913 3.928 -1.4 -0.07 0.22 -0.606
O 4.181 0.351 -5.726 -0.321 -0.231 -0.014
O -8.409 -8.038 -0.376 -0.005 0.145 -0.278
O -11.76 -4.069 -1.438 0.209 0.21 -0.246
O -10.469 -6.405 -1.137 -0.241 -0.038 0.152
O -6.917 -4.103 -1.567 0.498 0.135 -0.31
O -7.29 -6.301 -2.762 -0.534 -0.327 0.202
O -5.564 0.098 -0.405 -0.102 -0.001 -0.331
O 6.173 -6.99 25.825 0.739 0.127 0.193
O -2.907 2.764 -0.092 0.18 0.154 -0.136
O -31.226 6.502 -5.606 -0.044 0.02 -0.7
O -30.453 -4.945 25.018 -0.803 -0.222 -0.12
O -14.195 -6.714 23.072 0.22 0.181 0.111
O -1.534 6.534 -1.572 -0.129 -0.191 -0.214
O -2.931 -8.002 -0.442 0.039 0.079 -0.48
O 8.078 5.168 25.033 0.365 -0.226 0.451
O -13.382 2.22 25.332 -0.114 0.13 -0.001
O 9.472 4.767 -4.994 -0.155 -0.043 0.387
O -0.635 -5.233 -0.526 0.131 -0.475 0.267
O 29.896 5.186 25.117 0.394 0.2 -0.016
O -6.232 -5.735 -6.083 0.299 -0.18 -0.209
O -17.224 1.753 -1.351 -0.66 0.021 -0.262
O -7.639 6.564 26.015 0.088 -0.228 -0.102
O 20.028 -5.572 -6.415 -0.105 0.65 -0.076
O 6.686 -3.984 -5.907 0.195 0.418 -0.298
O -9.224 4.538 25.403 0.112 -0.002 0.096
O 22.698 0.753 -5.6 0.339 -0.007 -0.63
O -18.925 -5.349 22.115 -0.122 -0.046 0.232
O -1.775 1.036 -1.523 0.469 -0.66 -0.148
O -3.615 -4.173 -2.626 0.073 -0.558 0.326
O -26.721 -3.443 -3.242 0.189 0.17 -0.207
O -0.781 8.056 -3.62 -0.128 0.382 0.204
O 24.236 -5.876 25.291 0.434 -0.147 0.346
O 18.142 1.358 24.875 0.329 0.178 0.299
O 26.816 -7.026 -5.607 -0.212 -0.453 -0.504
O -2.266 -2.207 -3.623 -0.234 0.262 -0.199
O -25.006 5.77 25.132 0.15 0.154 -0.075
O -28.879 2.783 23.274 0.47 -0.169 0.637
O 22.293 1.367 24.377 -0.014 0.001 0.373
O -12.288 4.436 -5.625 0.44 0.523 -0.432
O -22.065 -2.766 -4.233 -0.289 0.29 0.283
O 26.978 0.073 25.378 0.088 -0.57 -0.338
O 23.103 -3.65 24.539 -0.036 -0.033 0.088
O 30.07 -1.391 -6.323 0.047 0.597 0.008
O -20.899 5.112 -5.333 -0.09 -0.055 -0.475
O 29.872 -2.675 -0.229 -0.106 -0.026 -0.372
O 19.166 -7.317 -4.778 -0.34 -0.061 0.038
O -10.242 -1.381 25.67 0.167 0.414 0.304
O -6.617 3.02 -2.741 0.022 0.139 -0.336
O 6.832 -7.941 -3.364 0.455 0.06 -0.341

Results
total energy: -406606.870 eV
total energy less fixed offsets of O -438.25, Si -107.07 eV per atom: 5.930 eV
